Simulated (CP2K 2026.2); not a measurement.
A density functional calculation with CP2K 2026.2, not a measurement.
Periodic cell of 3456 atoms, Si2304O1152, from a study of silicon, its oxide and their interface. The atomic structure is a simulated model.
Doubt: the forces sum to 14.92 eV/angstrom along one axis rather than to zero, so they err by at least 0.0043 eV/angstrom per atom on average; the grid cutoff is modest.

Settings
functional: PBE
method: Gaussian and plane waves
basis set: DZVP-MOLOPT-SR-GTH
pseudopotentials: GTH-PBE
grid cutoff: 300 Ry, relative cutoff 40 Ry
k points: Gamma only
occupations: fixed
spin: none
net charge: 0

Cell vectors (angstrom)
a	130.56	0	0
b	0	16.32	0
c	0.4398	-0.4452	27.8906

Atoms: element, x, y, z (angstrom)
Si	1.588	-1.473	0.088
Si	3.869	1.609	-0.078
Si	1.664	3.892	0.035
Si	3.718	7.382	-0.117
Si	1.579	-6.593	-0.038
Si	3.832	-3.797	0.104
Si	7.261	-1.542	0.086
Si	9.942	1.434	0.012
Si	6.825	4.215	-0.115
Si	10.22	6.347	0.249
Si	7.369	9.705	0.16
Si	9.412	12.488	0.161
Si	12.11	-0.824	0.041
Si	14.507	1.972	0.264
Si	12.366	4.133	0.615
Si	14.688	7.077	0.201
Si	12.44	9.212	0.262
Si	15.002	-4.072	0.205
Si	2.742	0.116	1.36
Si	5.454	2.827	1.213
Si	2.725	5.657	1.193
Si	5.599	8.314	1.173
Si	2.742	-5.298	1.496
Si	5.529	-2.635	1.28
Si	8.3	0.19	1.277
Si	10.917	2.733	1.695
Si	8.308	5.416	1.307
Si	10.996	8.069	1.65
Si	8.292	11.112	1.683
Si	11.052	-2.582	1.264
Si	13.585	0.216	1.512
Si	16.265	2.888	1.513
Si	13.727	5.583	1.731
Si	16.345	-8.159	1.461
Si	13.68	-5.51	1.469
Si	16.379	-2.639	1.443
Si	1.379	1.426	2.759
Si	4.099	4.24	2.579
Si	1.319	6.972	2.574
Si	4.211	9.604	2.676
Si	1.213	-3.931	2.63
Si	4.147	-1.264	2.659
Si	6.826	1.469	2.623
Si	9.492	4.122	2.876
Si	6.865	6.857	2.586
Si	9.606	9.558	2.848
Si	6.769	12.4	2.84
Si	9.629	-1.245	2.674
Si	12.273	1.401	3.011
Si	15.08	4.204	2.998
Si	12.324	6.846	3.078
Si	15.036	-6.794	2.866
Si	12.326	-3.999	2.69
Si	15.01	-1.229	2.735
Si	0.026	0.072	4.101
Si	2.766	2.86	4.005
Si	0.029	5.624	4.028
Si	2.759	8.25	3.975
Si	-0.035	-5.323	4.041
Si	2.691	-2.613	3.975
Si	5.49	0.101	4.027
Si	8.116	2.749	4.144
Si	5.485	5.524	3.995
Si	8.154	8.198	4.081
Si	5.445	10.966	4.126
Si	8.218	-2.56	4.082
Si	10.885	0.005	4.226
Si	13.665	2.807	4.256
Si	10.877	5.45	4.256
Si	13.704	-8.08	4.304
Si	10.973	-5.342	4.115
Si	13.657	-2.641	4.082
Si	1.386	-1.314	10.866
Si	4.033	1.385	10.848
Si	1.349	4.125	10.835
Si	4.074	6.873	10.877
Si	1.392	9.569	10.894
Si	4.136	-4.057	10.897
Si	6.802	-1.378	10.903
Si	9.507	1.353	10.907
Si	6.844	4.123	10.891
Si	9.542	6.868	10.903
Si	6.826	9.598	10.933
Si	9.508	-4.042	10.976
Si	12.253	-1.38	10.996
Si	14.995	1.379	10.893
Si	12.277	4.147	10.823
Si	14.98	-9.502	10.79
Si	12.212	-6.778	10.884
Si	14.982	-4.03	10.919
Si	2.71	0.027	12.265
Si	5.451	2.709	12.144
Si	2.719	5.46	12.186
Si	5.415	8.251	12.246
Si	2.781	-5.412	12.266
Si	5.517	-2.773	12.316
Si	8.16	-0.059	12.279
Si	10.901	2.786	12.135
Si	8.188	5.514	12.261
Si	10.933	8.161	12.315
Si	8.206	10.896	12.379
Si	10.86	-2.728	12.405
Si	13.689	-0.031	12.278
Si	16.352	2.762	12.219
Si	13.627	5.499	12.202
Si	16.379	-8.136	12.048
Si	13.532	-5.397	12.214
Si	16.372	-2.63	12.208
Si	1.321	1.39	13.627
Si	4.142	4.085	13.478
Si	1.303	6.784	13.516
Si	4.098	-6.761	13.714
Si	1.416	-4.042	13.581
Si	4.117	-1.379	13.569
Si	6.723	1.299	13.525
Si	9.611	4.134	13.559
Si	6.756	6.878	13.571
Si	9.601	9.498	13.719
Si	6.849	-4.122	13.824
Si	9.457	-1.375	13.782
Si	12.263	1.419	13.433
Si	15.028	4.2	13.541
Si	12.306	6.782	13.683
Si	14.943	-6.84	13.354
Si	12.191	-4.17	13.761
Si	15.03	-1.409	13.705
Si	-0.071	0.057	15.05
Si	2.861	2.702	14.838
Si	0.009	5.447	14.988
Si	2.627	8.132	14.882
Si	0.06	-5.378	14.927
Si	2.769	-2.711	14.954
Si	5.504	-0.117	14.983
Si	8.051	2.785	14.683
Si	5.38	5.499	14.881
Si	8.127	8.172	14.964
Si	5.456	-5.498	15.228
Si	8.244	-2.839	15.319
Si	10.812	0.237	14.85
Si	13.624	2.785	14.761
Si	10.954	5.415	15.094
Si	13.789	8.146	14.925
Si	10.968	10.687	15.269
Si	13.58	-2.808	15.072
Si	1.596	-1.152	16.249
Si	3.898	1.038	16.196
Si	1.699	4.229	16.124
Si	3.744	6.555	16.191
Si	1.106	-7.045	16.246
Si	4.246	-3.842	16.431
Si	6.547	-1.669	16.501
Si	9.446	1.704	16.134
Si	7.015	4.345	16.052
Si	9.226	6.579	16.238
Si	7.047	-6.761	16.542
Si	9.373	-4.587	16.68
Si	12.419	-0.94	16.04
Si	14.725	1.163	15.992
Si	12.539	4.102	16.334
Si	15.606	7.284	16.162
Si	12.763	9.538	16.481
Si	14.859	-4.484	16.135
Si	4.272	-0.956	20.332
Si	8.426	3.697	-5.093
Si	8.732	-7.524	-3.866
Si	8.513	2.414	20.051
Si	4.836	5.95	20.364
Si	8.821	3.309	-2.191
Si	12.356	-4.441	-6.486
Si	14.402	-2.347	-5.952
Si	12.913	2.003	-6.797
Si	8.968	-1.197	-7.145
Si	17.028	-3.507	18.253
Si	13.601	0.105	18.381
Si	9.882	-0.442	-4.24
Si	4.352	1.73	19.166
Si	16.052	-7.21	-4.269
Si	19.213	-5.369	17.997
Si	20.453	7.858	-6.936
Si	14.993	1.454	-2.68
Si	6.319	3.914	18.933
Si	9.805	6.36	-2.65
Si	15.151	6.493	-2.779
Si	13.537	-7.288	-6.035
Si	6.266	-7.037	-2.353
Si	9.973	-6.319	-1.405
Si	6.05	-2.488	-7.004
Si	6.304	-3.57	-4.44
Si	7.085	-1.05	-2.946
Si	12.168	1.577	-4.072
Si	12.709	7.711	19.186
Si	19.183	-7.607	-4.262
Si	10.406	-4.341	19.711
Si	12.033	-2.68	-4.191
Si	15.729	-1.451	19.647
Si	19.636	-4.859	-2.727
Si	13.622	-2.445	-1.842
Si	16.765	-5.394	-2.115
Si	7.381	-4.989	-6.846
Si	1.484	5.183	-6.913
Si	9.95	6.703	19.14
Si	5.552	6.439	-2.057
Si	12.502	6.571	-4.332
Si	2.38	0.131	-4.943
Si	0.744	2.676	-5.162
Si	4.324	0.008	-2.823
Si	7.812	-7.912	-6.479
Si	11.451	4.076	-5.454
Si	8.24	-0.031	18.458
Si	14.409	5.556	18.112
Si	-1.498	5.944	-2.849
Si	15.994	2.628	-6.754
Si	10.527	3.606	18.367
Si	17.532	0.23	-7.135
Si	16.751	3.946	18.889
Si	5.095	-8.066	18.533
Si	17.936	-1.563	0.017
Si	20.269	1.886	-0.007
Si	17.814	3.963	0.147
Si	20.314	7.204	0.041
Si	17.911	-7.05	0.14
Si	20.084	12.435	0.054
Si	23.425	-1.531	0.155
Si	26.186	0.984	0.369
Si	23.408	4.011	-0.197
Si	25.866	7.289	0
Si	23.472	9.425	-0.009
Si	25.733	12.652	0.19
Si	28.524	-1.135	0.328
Si	31.108	1.666	0.181
Si	28.957	3.948	0.392
Si	31.26	7.014	0.295
Si	29.107	9.279	0.311
Si	31.605	12.284	-0.088
Si	19.156	0.082	1.187
Si	22.026	2.755	1.323
Si	19.147	5.552	1.291
Si	21.879	8.321	1.352
Si	18.983	10.931	1.445
Si	21.792	-2.754	1.303
Si	24.559	-0.069	1.627
Si	27.268	2.767	1.486
Si	24.624	5.577	1.161
Si	27.388	8.248	1.518
Si	24.59	10.981	1.374
Si	27.355	-2.708	1.567
Si	30.112	0.054	1.564
Si	32.796	2.782	1.442
Si	30.116	5.497	1.669
Si	32.908	8.179	1.491
Si	30.321	10.907	1.438
Si	32.824	-2.559	1.327
Si	17.741	1.399	2.642
Si	20.577	4.173	2.626
Si	17.777	6.821	2.759
Si	20.482	9.631	2.74
Si	17.681	12.297	2.829
Si	20.481	-1.285	2.636
Si	23.211	1.397	2.821
Si	25.891	4.204	2.698
Si	23.255	6.882	2.635
Si	25.992	9.652	2.776
Si	23.169	12.269	2.741
Si	25.98	-1.383	2.951
Si	28.669	1.412	2.876
Si	31.493	4.106	2.93
Si	28.662	6.843	2.911
Si	31.554	9.545	2.887
Si	28.813	12.226	2.775
Si	31.503	-1.301	2.85
Si	16.41	0.082	4.086
Si	19.16	2.781	3.975
Si	16.482	5.538	4.248
Si	19.131	8.229	4.081
Si	16.357	10.933	4.194
Si	19.126	-2.635	4.064
Si	21.818	0.021	4.098
Si	24.581	2.814	4.104
Si	21.89	5.53	4.035
Si	24.603	8.228	4.059
Si	21.837	10.941	4.132
Si	24.544	-2.738	4.175
Si	27.326	0.047	4.237
Si	30.046	2.762	4.236
Si	27.266	5.468	4.174
Si	30.082	8.213	4.206
Si	27.384	10.941	4.162
Si	30.09	-2.679	4.172
Si	17.744	-1.283	10.865
Si	20.486	1.421	10.885
Si	17.754	4.069	10.842
Si	20.52	6.839	10.878
Si	17.768	9.593	10.806
Si	20.472	-3.997	10.831
Si	23.207	-1.264	10.87
Si	25.875	1.441	10.98
Si	23.196	4.135	10.948
Si	25.861	6.808	10.987
Si	23.179	9.553	10.87
Si	25.89	-4.05	10.95
Si	28.604	-1.29	11.018
Si	31.301	1.418	11.075
Si	28.578	4.186	11.039
Si	31.248	6.853	11.169
Si	28.536	9.539	11.044
Si	31.258	-4.047	11.08
Si	19.11	0.076	12.224
Si	21.851	2.746	12.276
Si	19.168	5.402	12.144
Si	21.872	8.192	12.264
Si	19.127	10.944	12.17
Si	21.822	-2.609	12.172
Si	24.497	0.081	12.323
Si	27.193	2.837	12.353
Si	24.491	5.483	12.385
Si	27.175	8.146	12.391
Si	24.498	10.885	12.26
Si	27.204	-2.647	12.315
Si	29.97	0.041	12.421
Si	32.595	2.78	12.501
Si	29.868	5.504	12.537
Si	32.582	8.231	12.555
Si	29.851	10.935	12.4
Si	32.62	-2.726	12.466
Si	17.69	1.386	13.565
Si	20.475	4.072	13.606
Si	17.785	-9.497	13.327
Si	20.512	9.611	13.516
Si	17.785	-3.973	13.479
Si	20.527	-1.232	13.572
Si	23.153	1.427	13.735
Si	25.79	4.108	13.796
Si	23.117	6.834	13.767
Si	25.708	9.427	13.683
Si	23.17	-3.965	13.509
Si	25.872	-1.267	13.657
Si	28.621	1.518	13.65
Si	31.248	4.137	13.897
Si	28.462	6.859	13.907
Si	31.139	9.626	13.847
Si	28.468	-4.023	13.718
Si	31.31	-1.361	13.822
Si	16.497	-0.033	15.023
Si	19.038	2.741	14.896
Si	16.468	5.596	14.786
Si	19.141	-8.182	14.671
Si	16.281	-5.393	14.535
Si	19.216	-2.67	14.843
Si	21.773	0.127	15.11
Si	24.427	2.743	15.215
Si	21.735	5.419	15.074
Si	24.443	8.114	15.267
Si	21.847	10.994	14.864
Si	24.456	-2.606	14.943
Si	27.214	0.195	14.906
Si	29.905	2.736	15.23
Si	27.089	5.439	15.245
Si	29.764	8.326	15.25
Si	26.985	10.913	14.897
Si	29.811	-2.68	15.106
Si	18.115	-1.231	16.272
Si	20.054	1.214	16.348
Si	17.962	4.427	16.103
Si	20.122	-9.653	16.215
Si	17.623	-6.822	15.697
Si	20.839	-3.696	16.199
Si	23.006	-1.441	16.366
Si	26.1	1.584	16.424
Si	23.153	4.233	16.575
Si	25.458	6.411	16.682
Si	23.257	9.86	16.323
Si	25.453	-4.264	16.233
Si	28.721	-0.952	16.211
Si	31.049	1.068	16.493
Si	28.254	3.84	16.514
Si	31.34	7.106	16.496
Si	28.186	9.705	16.434
Si	31.155	-3.79	16.672
Si	17.413	-2.35	-5.306
Si	21.159	3.026	18.745
Si	22.418	6.086	-5.375
Si	21.225	3.539	-2.308
Si	23.053	3.38	-4.703
Si	25.491	0.865	-2.682
Si	28.619	-6.401	-2.629
Si	29.73	-3.381	-4.929
Si	29.512	0.528	-5.091
Si	20.04	1.697	-6.841
Si	32.909	-2.422	18.598
Si	26.563	-0.416	-5.021
Si	28.082	4.739	-2.455
Si	21.615	-0.539	-5.234
Si	34.847	7.173	-3.87
Si	36.477	-5.552	18.91
Si	37.865	8.218	18.566
Si	34.274	-0.232	-2.878
Si	25.258	3.655	-2.674
Si	27.186	7.254	-2.945
Si	32.695	3.745	-4.136
Si	27.823	-5.16	-6.482
Si	23.729	-6.394	-2.936
Si	26.29	-4.736	-2.665
Si	24.908	-0.349	18.665
Si	22.855	-4.754	-5.492
Si	20.253	-3.36	-5.221
Si	31.383	0.146	-2.599
Si	26.96	-2.486	18.336
Si	38.662	-4.046	20.32
Si	25.083	-6.263	-6.826
Si	34.253	-1.904	-5.405
Si	29.075	-4.551	18.696
Si	38.264	0.036	-1.655
Si	31.301	-5.88	-4.097
Si	33.679	-5.314	-2.169
Si	24.777	-2.675	-4.491
Si	19.239	5.156	20.208
Si	24.767	7.79	-4.705
Si	20.59	6.326	-2.877
Si	29.974	5.97	-6.303
Si	18.21	3.866	-5.411
Si	16.383	-1.2	-2.706
Si	23.054	-0.675	-2.786
Si	26.798	8.069	18.76
Si	30.247	5.065	18.443
Si	24.087	0.799	-6.275
Si	28.724	-7.839	-6.996
Si	16.795	4.013	-2.895
Si	31.326	-1.323	-6.572
Si	29.754	3.345	-4.534
Si	36.796	-1.243	-6.593
Si	32.463	2.929	18.346
Si	21.177	-7.593	18.408
Si	34.599	-1.481	0.084
Si	36.626	1.695	0.336
Si	34.476	3.979	0.258
Si	36.916	7.088	0.278
Si	34.587	9.246	0.175
Si	36.74	12.492	0.262
Si	39.693	-1.582	0.718
Si	42.314	0.856	0.502
Si	39.959	4.179	0.309
Si	41.865	7	0.672
Si	39.736	9.232	0.651
Si	41.848	12.525	0.594
Si	44.581	-1.194	0.698
Si	47.124	1.602	0.261
Si	44.88	3.741	0.602
Si	47.108	6.836	0.622
Si	44.872	9.076	0.544
Si	47.664	11.86	0.366
Si	35.525	0.063	1.617
Si	38.377	2.765	1.504
Si	35.694	5.475	1.563
Si	38.192	8.129	1.929
Si	35.533	10.911	1.538
Si	38.104	-2.774	1.842
Si	40.869	-0.109	2.016
Si	43.367	2.528	1.829
Si	40.74	5.511	2.018
Si	43.445	8.046	1.996
Si	40.808	10.889	1.876
Si	43.427	-2.746	1.945
Si	46.191	0.042	1.78
Si	48.86	2.686	1.444
Si	46.008	5.307	1.916
Si	48.77	8.005	1.772
Si	46.036	10.798	1.655
Si	48.829	-2.846	1.597
Si	34.074	1.393	2.9
Si	36.978	4.092	2.958
Si	34.209	6.79	2.893
Si	36.787	9.595	3.071
Si	34.088	12.306	2.808
Si	36.79	-1.292	3.069
Si	39.484	1.394	3.096
Si	42.135	4.023	3.177
Si	39.413	6.801	3.365
Si	42.156	9.536	3.239
Si	39.422	12.193	3.222
Si	42.167	-1.438	3.377
Si	44.826	1.31	3.206
Si	47.591	3.984	3.007
Si	44.773	6.684	3.31
Si	47.433	9.452	3.062
Si	44.835	12.167	3.129
Si	47.559	-1.421	2.993
Si	32.755	0.05	4.3
Si	35.483	2.747	4.26
Si	32.823	5.472	4.285
Si	35.426	8.181	4.358
Si	32.801	10.947	4.274
Si	35.389	-2.693	4.315
Si	38.127	0.036	4.447
Si	40.792	2.699	4.535
Si	38.081	5.383	4.577
Si	40.815	8.183	4.604
Si	38.083	10.86	4.546
Si	40.759	-2.787	4.61
Si	43.555	-0.05	4.613
Si	46.251	2.682	4.451
Si	43.455	5.331	4.61
Si	46.184	8.104	4.508
Si	43.529	10.857	4.564
Si	46.231	-2.764	4.402
Si	33.972	-1.346	11.123
Si	36.73	1.375	11.188
Si	33.984	4.136	11.176
Si	36.708	6.844	11.202
Si	33.971	9.569	11.211
Si	36.688	-4.098	11.24
Si	39.456	-1.355	11.251
Si	42.184	1.34	11.227
Si	39.489	4.091	11.201
Si	42.206	6.767	11.268
Si	39.429	9.523	11.258
Si	42.204	-4.09	11.252
Si	44.937	-1.385	11.209
Si	47.682	1.35	11.204
Si	44.945	4.066	11.24
Si	47.691	6.819	11.189
Si	44.977	9.501	11.232
Si	47.667	-4.107	11.149
Si	35.299	0.032	12.472
Si	38.173	2.691	12.514
Si	35.341	5.505	12.539
Si	38.043	8.179	12.61
Si	35.312	10.89	12.646
Si	38.09	-2.75	12.554
Si	40.839	-0.01	12.616
Si	43.523	2.724	12.562
Si	40.809	5.43	12.616
Si	43.621	8.124	12.571
Si	40.851	10.841	12.585
Si	43.556	-2.695	12.592
Si	46.326	-0.047	12.543
Si	49.063	2.773	12.496
Si	46.327	5.462	12.552
Si	49.104	8.172	12.522
Si	46.331	10.896	12.564
Si	49.064	-2.769	12.468
Si	33.948	1.402	13.837
Si	36.812	4.102	13.744
Si	33.966	6.879	13.918
Si	36.667	9.495	14.014
Si	33.884	-4.05	13.956
Si	36.653	-1.352	13.777
Si	39.521	1.384	13.97
Si	42.144	4.044	13.983
Si	39.454	6.846	13.944
Si	42.259	9.47	13.909
Si	39.485	-4.113	13.916
Si	42.167	-1.388	13.999
Si	44.896	1.318	13.823
Si	47.742	4.159	13.884
Si	44.953	6.767	13.958
Si	47.784	9.589	13.88
Si	44.941	-4.048	13.903
Si	47.767	-1.406	13.847
Si	32.681	-0.026	15.239
Si	35.446	2.768	15.034
Si	32.597	5.507	15.257
Si	35.263	8.199	15.43
Si	32.412	10.963	15.317
Si	35.31	-2.656	15.207
Si	38.043	-0.017	15.097
Si	40.82	2.708	15.482
Si	38.075	5.423	15.201
Si	40.916	8.132	15.305
Si	38.138	10.827	15.268
Si	40.822	-2.787	15.365
Si	43.529	0.022	15.291
Si	46.288	2.757	15.036
Si	43.523	5.421	15.314
Si	46.42	8.178	15.143
Si	43.564	10.897	15.238
Si	46.389	-2.736	15.23
Si	34.383	-0.989	16.613
Si	36.591	1.248	16.405
Si	34.303	4.279	16.358
Si	36.47	6.469	16.538
Si	33.512	9.35	16.625
Si	36.869	-3.901	16.393
Si	39.04	-1.659	16.404
Si	42.514	1.579	16.767
Si	39.586	4.37	16.68
Si	41.942	6.511	16.718
Si	39.765	9.699	16.583
Si	41.995	-4.39	16.692
Si	45.261	-1.07	16.386
Si	47.517	1.221	16.228
Si	44.744	3.79	16.442
Si	47.939	7.127	16.588
Si	45.258	9.765	16.364
Si	47.428	-4.265	16.705
Si	35.426	2.31	-3.898
Si	38.384	2.486	18.715
Si	38.536	-5.496	-1.73
Si	41.866	3.393	-6.692
Si	38.861	-7.886	-6.607
Si	38.857	6.054	-2.013
Si	45.262	-3.58	-4.239
Si	46.888	-7.382	-6.948
Si	47.359	1.41	19.093
Si	39.379	-1.357	19.347
Si	51.587	-3.849	20.539
Si	45.651	-1.008	19.279
Si	42.634	3.086	-3.654
Si	33.51	4.284	-7.152
Si	47.35	4.457	-4.23
Si	52.376	-5.877	18.519
Si	54.507	7.448	-6.747
Si	44.113	8.218	-2.187
Si	36.339	3.348	-6.526
Si	41.314	7.363	-3.551
Si	42.555	4.62	-1.08
Si	48.519	-4.84	-6.533
Si	36.999	-6.814	-4.235
Si	41.529	-4.512	-2.239
Si	43.163	-4.308	19.545
Si	40.473	-5.27	-6.703
Si	37.916	-1.876	-3.96
Si	45.367	2.008	-4.429
Si	44.856	-6.816	19.288
Si	51.449	-3.447	-2.317
Si	46.007	-0.829	-5.03
Si	41.091	-1.892	-3.817
Si	47.606	-3.191	19.754
Si	48.951	-0.032	-4.918
Si	46.17	-2.683	-1.603
Si	49.115	8.134	-2.459
Si	43.327	-2.105	-5.867
Si	31.587	-6.915	-6.976
Si	42.065	-6.282	-4.483
Si	36.89	4.767	-4.009
Si	44.85	1.626	20.39
Si	32.913	6.969	-6.435
Si	29.987	-2.35	-2.035
Si	35.696	-4.149	-4.245
Si	43.414	7.086	19.509
Si	41.021	6.234	-6.289
Si	40.997	0.923	19.427
Si	46.103	5.574	18.652
Si	33.093	5.823	-1.947
Si	49.863	1.269	20.69
Si	40.94	0.854	-2.354
Si	50.157	-1.543	19.325
Si	50.16	-5.755	-4.194
Si	33.748	-5.373	19.401
Si	50.076	-1.69	-0.02
Si	52.567	1.461	0.093
Si	50.476	3.841	0.125
Si	53.291	6.545	0.125
Si	49.724	9.484	0.272
Si	53.142	11.89	0.045
Si	55.666	-1.662	0.368
Si	58.499	1.228	0.165
Si	55.436	4.24	0.159
Si	58.611	6.34	0.019
Si	55.539	9.826	0.116
Si	57.923	12.544	0.166
Si	60.764	-0.968	0.088
Si	64.3	1.027	-0.032
Si	60.821	4.099	0.043
Si	63.749	6.856	0.229
Si	61.561	9.083	-0.224
Si	64.05	12.141	0.06
Si	51.5	-0.234	1.338
Si	54.223	2.626	1.382
Si	51.63	5.43	1.429
Si	54.433	8.138	1.391
Si	51.519	10.705	1.327
Si	54.187	-2.928	1.586
Si	56.931	0	1.434
Si	59.708	2.689	1.515
Si	57.049	5.346	1.46
Si	59.799	8.085	1.113
Si	57.003	10.911	1.544
Si	59.683	-2.682	1.299
Si	62.524	0.047	1.248
Si	65.343	2.652	1.267
Si	62.46	5.267	1.322
Si	65.202	8.203	1.435
Si	62.449	10.831	1.184
Si	65.267	-2.738	1.397
Si	50.201	1.221	2.768
Si	52.96	4.034	2.806
Si	50.296	6.696	2.926
Si	52.957	9.428	2.745
Si	50.282	12.116	2.848
Si	52.884	-1.443	2.827
Si	55.601	1.338	2.792
Si	58.357	4.02	2.857
Si	55.747	6.783	2.786
Si	58.479	9.443	2.621
Si	55.623	12.157	2.952
Si	58.361	-1.356	2.755
Si	61.201	1.351	2.721
Si	63.909	3.975	2.627
Si	61.105	6.736	2.624
Si	63.791	9.555	2.707
Si	61.077	12.199	2.564
Si	63.826	-1.368	2.643
Si	48.936	-0.053	4.306
Si	51.591	2.633	4.145
Si	48.952	5.363	4.327
Si	51.657	8.107	4.213
Si	48.912	10.821	4.294
Si	51.592	-2.804	4.236
Si	54.287	-0.061	4.151
Si	56.993	2.66	4.167
Si	54.356	5.409	4.139
Si	57.126	8.141	4.091
Si	54.273	10.764	4.216
Si	57.042	-2.729	4.159
Si	59.798	-0.022	4.061
Si	62.556	2.693	4.064
Si	59.773	5.432	4.084
Si	62.461	8.119	4.011
Si	59.788	10.84	4.001
Si	62.465	-2.769	3.959
Si	50.412	-1.383	11.118
Si	53.128	1.346	10.994
Si	50.409	4.092	11.106
Si	53.086	6.745	11.019
Si	50.417	9.496	11.096
Si	53.077	-4.11	11.028
Si	55.842	-1.347	10.94
Si	58.534	1.336	10.908
Si	55.805	4.05	10.953
Si	58.537	6.835	10.917
Si	55.811	9.493	10.957
Si	58.546	-4.073	10.861
Si	61.237	-1.342	10.898
Si	63.915	1.354	10.8
Si	61.226	4.078	10.85
Si	63.882	6.761	10.784
Si	61.228	9.532	10.878
Si	63.885	-4.103	10.88
Si	51.794	0.032	12.401
Si	54.503	2.668	12.359
Si	51.784	5.423	12.484
Si	54.429	8.139	12.319
Si	51.748	10.868	12.47
Si	54.474	-2.701	12.272
Si	57.212	0	12.329
Si	59.925	2.7	12.228
Si	57.153	5.479	12.233
Si	59.921	8.195	12.291
Si	57.266	10.846	12.221
Si	59.855	-2.688	12.244
Si	62.641	0.017	12.247
Si	65.24	2.724	12.157
Si	62.571	5.434	12.229
Si	65.219	8.152	12.081
Si	62.535	10.888	12.301
Si	65.266	-2.738	12.205
Si	50.497	1.447	13.786
Si	53.199	4.018	13.762
Si	50.462	6.804	13.902
Si	53.12	9.462	13.759
Si	50.386	-4.101	13.88
Si	53.164	-1.354	13.699
Si	55.869	1.325	13.735
Si	58.529	4.094	13.496
Si	55.821	6.826	13.644
Si	58.627	9.593	13.69
Si	55.908	-4.085	13.482
Si	58.589	-1.333	13.698
Si	61.342	1.41	13.637
Si	63.927	4.072	13.584
Si	61.263	6.804	13.639
Si	63.918	9.437	13.567
Si	61.167	-3.991	13.655
Si	63.998	-1.353	13.627
Si	49.17	0.048	15.082
Si	51.876	2.734	15.236
Si	49.102	5.473	15.335
Si	51.836	8.175	15.291
Si	49.098	10.919	15.404
Si	51.792	-2.68	15.08
Si	54.52	-0.038	15.118
Si	57.262	2.776	14.943
Si	54.575	5.4	15.05
Si	57.215	8.2	14.938
Si	54.625	10.863	14.839
Si	57.131	-2.717	14.921
Si	60.031	0.026	15.015
Si	62.65	2.796	15.105
Si	59.833	5.434	14.884
Si	62.608	8.115	15.068
Si	59.851	11.065	15.164
Si	62.571	-2.652	14.988
Si	50.775	-1.016	16.41
Si	53.066	1.13	16.518
Si	50.793	4.356	16.571
Si	53.094	6.535	16.443
Si	50.244	9.286	16.704
Si	53.389	-4.007	16.114
Si	55.516	-1.777	16.329
Si	58.864	1.653	16.189
Si	56.182	4.297	16.371
Si	58.292	6.591	16.222
Si	56.156	9.806	16.263
Si	58.131	-4.083	16.506
Si	61.631	-0.982	16.446
Si	63.917	1.229	16.377
Si	60.936	3.961	16.302
Si	64.32	6.917	16.236
Si	61.478	9.814	16.297
Si	63.723	-4.358	16.085
Si	51.677	-1.728	-4.913
Si	55.036	2.41	18.685
Si	52.201	5.619	-4.591
Si	50.666	3.965	19.58
Si	53.517	7.477	-2.782
Si	56.589	2.329	-1.869
Si	63.833	6.973	-4.044
Si	61.178	-5.168	-5.759
Si	62.754	0.126	-6.39
Si	57.236	-2.139	18.785
Si	66.811	-4.074	-7.123
Si	61.624	-1.857	19.378
Si	58.52	2.136	-6.455
Si	47.683	5.84	-7.112
Si	66.236	-8.03	-2.805
Si	-62.135	-5.974	18.349
Si	-60.461	5.919	19.802
Si	64.148	-1.203	-4.315
Si	53.476	4.334	20.564
Si	58.071	6.929	-2.93
Si	61.313	3.128	-2.884
Si	60.842	6.082	-4.003
Si	56.195	-7.201	-2.831
Si	60.69	-1.723	-2.839
Si	59.291	-3.004	-6.682
Si	56.425	-2.421	-6.185
Si	54.424	-0.198	-4.87
Si	60.398	0.888	-4.615
Si	59.208	-6.242	20.682
Si	-61.596	-3.876	-4.809
Si	58.944	-4.029	-2.618
Si	63.198	-3.397	-2.769
Si	64.04	-3.539	18.892
Si	-62.2	-2.308	-2.216
Si	61.51	-5.711	-2.903
Si	64.064	-5.242	-6.973
Si	56.925	-5.093	-4.842
Si	45.041	-6.546	-4.658
Si	56.488	5.567	-5.215
Si	49.922	5.068	-2.771
Si	61.266	5.523	19.078
Si	52.142	-7.83	-5.017
Si	48.089	-0.226	-1.927
Si	54.445	0.105	-1.757
Si	59.904	8.188	18.464
Si	59.286	5.008	-6.427
Si	57.728	0.77	18.961
Si	64.199	5.451	19.05
Si	46.607	6.625	-2.152
Si	63.883	1.521	-3.039
Si	55.888	2.572	-4.927
Si	65.715	2.809	18.432
Si	67.551	0.868	20.217
Si	54.579	-8.054	18.531
Si	66.437	-1.303	-0.035
Si	69.17	1.602	0.034
Si	66.867	3.743	-0.193
Si	69.63	6.373	-0.077
Si	66.14	9.804	-0.024
Si	69.59	12.156	0.07
Si	72.488	-1.778	0.047
Si	75.425	0.764	0.074
Si	71.912	4.148	-0.135
Si	-55.835	6.843	-0.014
Si	71.739	9.855	0.03
Si	-55.984	12.197	0.158
Si	-53.038	-1.485	0.455
Si	-50.548	1.486	0.101
Si	-52.592	3.852	-0.072
Si	-50.594	6.981	0.211
Si	-52.81	9.238	0.606
Si	-50.946	12.583	0.166
Si	68.007	-0.059	1.237
Si	70.77	2.684	1.32
Si	67.948	5.36	1.182
Si	70.678	8.087	1.194
Si	67.905	10.887	1.171
Si	70.811	-2.726	1.418
Si	73.59	-0.128	1.3
Si	-54.254	2.652	1.199
Si	-57.18	5.401	1.239
Si	-54.522	8.047	1.564
Si	-57.224	10.788	1.491
Si	-54.46	-2.933	1.544
Si	-51.656	0.006	1.546
Si	-49.003	2.557	1.514
Si	-51.646	5.329	1.469
Si	-49.036	8.088	1.539
Si	-51.736	10.964	1.695
Si	-49.06	-2.686	1.234
Si	66.659	1.292	2.655
Si	69.348	4.063	2.627
Si	66.637	6.759	2.601
Si	69.261	9.454	2.542
Si	66.639	12.204	2.674
Si	69.372	-1.357	2.646
Si	72.144	1.265	2.591
Si	-55.739	3.995	2.529
Si	-58.507	6.787	2.626
Si	-55.836	9.47	2.838
Si	-58.509	12.202	2.829
Si	-55.782	-1.467	2.814
Si	-53.029	1.402	2.801
Si	-50.294	4.005	2.849
Si	-53.095	6.648	2.801
Si	-50.316	9.531	2.87
Si	-53.131	12.196	3.017
Si	-50.259	-1.371	2.781
Si	65.224	-0.024	3.993
Si	67.998	2.69	3.992
Si	65.247	5.402	3.953
Si	67.97	8.115	3.981
Si	65.224	10.879	4.02
Si	67.998	-2.739	3.996
Si	70.736	-0.015	3.997
Si	-57.101	2.668	3.947
Si	-59.875	5.437	3.987
Si	-57.194	8.08	4.096
Si	-59.948	10.788	4.007
Si	-57.156	-2.771	4.176
Si	-54.406	-0.025	4.095
Si	-51.673	2.689	4.189
Si	-54.455	5.287	4.074
Si	-51.727	8.095	4.109
Si	-54.495	10.799	4.242
Si	-51.668	-2.698	4.167
Si	66.576	-1.391	10.779
Si	69.315	1.317	10.746
Si	66.628	4.033	10.765
Si	69.366	6.797	10.76
Si	66.604	9.53	10.795
Si	69.239	-4.094	10.725
Si	72.018	-1.383	10.762
Si	-55.823	1.363	10.773
Si	-58.467	4.091	10.805
Si	-55.765	6.784	10.902
Si	-58.522	9.459	10.751
Si	-55.822	-4.146	10.762
Si	-53.054	-1.372	10.774
Si	-50.306	1.39	10.868
Si	-53.054	4.118	10.88
Si	-50.366	6.804	10.922
Si	-53.081	9.485	10.901
Si	-50.351	-4.094	10.89
Si	67.923	-0.013	12.103
Si	70.729	2.662	12.043
Si	68.041	5.386	12.052
Si	70.721	8.138	12.156
Si	67.969	10.886	12.168
Si	70.584	-2.736	12.045
Si	73.361	0.008	12.108
Si	-54.455	2.715	12.108
Si	-57.115	5.418	12.246
Si	-54.404	8.129	12.313
Si	-57.171	10.792	12.106
Si	-54.478	-2.727	12.041
Si	-51.644	-0.056	12.124
Si	-49.029	2.785	12.302
Si	-51.742	5.493	12.314
Si	-49.079	8.203	12.309
Si	-51.765	10.901	12.242
Si	-48.944	-2.72	12.184
Si	66.604	1.368	13.48
Si	69.474	4.059	13.378
Si	66.625	6.754	13.29
Si	69.348	9.501	13.484
Si	66.621	-4.094	13.565
Si	69.272	-1.364	13.447
Si	71.989	1.334	13.488
Si	-55.759	3.987	13.582
Si	72.128	6.871	13.573
Si	-55.76	9.577	13.574
Si	71.873	-4.217	13.3
Si	74.688	-1.427	13.37
Si	-53.091	1.293	13.336
Si	-50.427	4.145	13.703
Si	-53.077	6.787	13.795
Si	-50.485	9.576	13.7
Si	-53.133	-3.952	13.477
Si	-50.257	-1.352	13.535
Si	65.384	0.02	14.989
Si	68.033	2.782	14.668
Si	65.366	5.474	14.755
Si	67.945	8.067	14.643
Si	65.326	10.779	14.887
Si	68	-2.723	14.887
Si	70.523	0.086	14.831
Si	73.396	2.574	14.876
Si	70.809	5.376	14.806
Si	73.553	8.188	15.002
Si	70.707	10.791	14.896
Si	73.064	-2.682	14.496
Si	76.152	-0.127	14.629
Si	-51.848	2.611	14.806
Si	-54.394	5.253	15.084
Si	-51.96	8.37	15.231
Si	-54.629	11.232	14.862
Si	-51.681	-2.678	14.815
Si	67.065	-1.058	16.272
Si	69.07	1.37	16.178
Si	67.012	4.379	15.984
Si	69.164	6.57	15.916
Si	66.492	9.132	16.118
Si	69.509	-3.974	16.184
Si	71.541	-1.644	15.945
Si	74.858	1.118	16.044
Si	72.435	4.29	16.154
Si	74.661	6.522	16.332
Si	72.412	9.814	16.26
Si	74.173	-3.921	16.033
Si	77.748	-1.079	16.041
Si	-50.654	1.16	16.153
Si	-53.511	3.351	16.292
Si	-50.187	7.402	16.486
Si	-53.23	10.223	16.39
Si	-50.685	-4.218	16.26
Si	66.446	-1.946	19.222
Si	-60.024	3.291	18.315
Si	-57.735	8.167	-2.177
Si	-60.494	2.654	-4.532
Si	-60.414	7.161	-2.796
Si	-53.753	5.888	-1.969
Si	-53.207	-7.275	-2.211
Si	-51.373	-6.336	-6.181
Si	-53.563	3.292	-6.113
Si	-54.485	-5.006	19.074
Si	-49.886	-3.599	-6.116
Si	-53.524	-2.1	18.893
Si	-55.758	0.928	-2.888
Si	-59.855	1.202	20.46
Si	-47.606	7.206	-3.802
Si	-46.008	-5.45	18.382
Si	-44.513	7.271	-6.912
Si	-48.753	0.239	-2.193
Si	-61.25	5.482	-5.251
Si	-55.531	5.038	-4.452
Si	-51.03	4.408	-4.682
Si	-55.015	7.526	-5.973
Si	-56.797	-6.74	-4.65
Si	-55.266	-5.255	-2.726
Si	-57.385	-0.667	20.603
Si	-58.693	-2.588	-5.417
Si	-58.103	-1.012	-2.946
Si	-54.836	0.382	-6.789
Si	-51.374	7.832	19.336
Si	-45.088	-2.485	-4.692
Si	-53.79	-4.729	-6.214
Si	-53.141	-3.275	-3.877
Si	-50.527	-2.95	19.125
Si	-45.531	-5.172	-2.98
Si	-48.39	-6.38	-2.765
Si	-51.042	-5.199	-2.605
Si	-53.358	-0.364	-4.325
Si	64.739	7.982	-6.816
Si	-56.805	-4.835	-6.598
Si	-61.818	-6.96	-4.349
Si	-51.887	7.221	-5.852
Si	67.762	7.572	-6.397
Si	65.414	0.984	-5.386
Si	-60.634	0.441	-2.685
Si	-54.082	6.961	18.893
Si	-52.397	4.245	18.959
Si	-56.771	-1.302	17.741
Si	-49.676	3.251	18.332
Si	65.508	5.623	-2.172
Si	-50.281	-0.647	-4.891
Si	-57.696	3.34	-3.117
Si	-48.04	-1.509	19.012
Si	-48.913	3.576	-6.834
Si	-59.9	-8.064	18.216
Si	-47.353	-1.604	-0.077
Si	-44.307	1.2	-0.325
Si	-47.82	3.946	0.124
Si	-45.376	7.131	0.269
Si	-47.61	9.237	0.157
Si	-45.366	12.267	-0.083
Si	-41.991	-1.981	-0.237
Si	-39.307	0.738	-0.026
Si	-42.119	4.264	-0.344
Si	-39.104	6.4	-0.083
Si	-42.288	9.203	-0.118
Si	-39.613	12.308	0.184
Si	-37.037	-1.379	0.114
Si	-33.842	1.159	0.094
Si	-37.007	4.023	-0.005
Si	-34.144	6.996	0.039
Si	-36.24	9.335	-0.097
Si	-33.67	12.082	0.07
Si	-45.961	-0.094	1.123
Si	-43.582	2.924	1.086
Si	-46.499	5.449	1.395
Si	-43.76	8.295	1.48
Si	-46.456	10.848	1.406
Si	-43.597	-3.009	1.152
Si	-40.97	-0.288	1.24
Si	-38.255	2.507	1.257
Si	-40.812	5.442	1.217
Si	-37.976	8.125	1.106
Si	-40.815	10.578	1.244
Si	-38.186	-2.794	1.55
Si	-35.43	-0.108	1.302
Si	-32.674	2.688	1.39
Si	-35.354	5.29	1.193
Si	-32.664	8.201	1.387
Si	-35.277	10.891	1.346
Si	-32.606	-2.746	1.464
Si	-47.44	1.203	2.614
Si	-44.975	4.086	2.598
Si	-47.7	6.759	2.888
Si	-45.048	9.611	2.851
Si	-47.775	12.251	2.701
Si	-44.809	-1.512	2.592
Si	-42.245	1.348	2.471
Si	-39.546	3.975	2.609
Si	-42.232	6.804	2.597
Si	-39.38	9.347	2.605
Si	-42.22	12.004	2.589
Si	-39.601	-1.441	2.798
Si	-36.809	1.258	2.66
Si	-34.064	4.025	2.686
Si	-36.704	6.722	2.562
Si	-34.005	9.52	2.771
Si	-36.73	12.14	2.726
Si	-34.087	-1.442	2.728
Si	-48.844	-0.045	4.084
Si	-46.219	2.657	4.013
Si	-48.994	5.377	4.219
Si	-46.302	8.137	4.166
Si	-48.972	10.882	4.192
Si	-46.265	-2.763	3.999
Si	-43.52	-0.053	3.943
Si	-40.888	2.623	3.971
Si	-43.565	5.408	3.978
Si	-40.808	8.067	3.998
Si	-43.564	10.854	4.132
Si	-40.916	-2.898	4.04
Si	-38.163	-0.069	4.069
Si	-35.441	2.644	4.018
Si	-38.116	5.362	3.936
Si	-35.396	8.076	4.025
Si	-38.107	10.75	4.027
Si	-35.41	-2.803	4.099
Si	-47.59	-1.347	10.863
Si	-44.87	1.368	10.901
Si	-47.622	4.084	10.933
Si	-44.938	6.751	10.905
Si	-47.659	9.499	10.922
Si	-44.899	-4.119	10.891
Si	-42.135	-1.397	10.892
Si	-39.444	1.281	10.922
Si	-42.185	4.013	10.889
Si	-39.45	6.7	10.926
Si	-42.179	9.412	10.855
Si	-39.461	-4.156	10.861
Si	-36.709	-1.402	10.878
Si	-34.027	1.299	10.89
Si	-36.748	4.002	10.934
Si	-34.037	6.696	10.883
Si	-36.74	9.426	10.884
Si	-34.027	-4.158	10.867
Si	-46.276	0.05	12.226
Si	-43.522	2.695	12.313
Si	-46.295	5.441	12.338
Si	-43.577	8.11	12.246
Si	-46.284	10.858	12.266
Si	-43.501	-2.766	12.213
Si	-40.807	-0.049	12.325
Si	-38.078	2.615	12.317
Si	-40.844	5.345	12.273
Si	-38.041	8.035	12.281
Si	-40.79	10.733	12.195
Si	-38.107	-2.752	12.197
Si	-35.337	-0.069	12.299
Si	-32.674	2.647	12.275
Si	-35.379	5.35	12.321
Si	-32.654	8.108	12.155
Si	-35.389	10.792	12.246
Si	-32.643	-2.782	12.194
Si	-47.647	1.422	13.614
Si	-44.906	4.044	13.683
Si	-47.729	6.84	13.663
Si	-44.938	9.48	13.618
Si	-47.63	-4.043	13.596
Si	-44.842	-1.297	13.493
Si	-42.139	1.36	13.71
Si	-39.486	3.975	13.648
Si	-42.265	6.699	13.597
Si	-39.424	9.386	13.591
Si	-42.19	-4.26	13.513
Si	-39.441	-1.461	13.651
Si	-36.688	1.264	13.72
Si	-34.009	3.994	13.697
Si	-36.703	6.71	13.741
Si	-34.015	9.393	13.584
Si	-36.771	-4.106	13.549
Si	-33.935	-1.452	13.637
Si	-48.969	0.031	14.958
Si	-46.361	2.785	15.048
Si	-49.176	5.618	15.117
Si	-46.318	8.19	15.004
Si	-49.05	10.994	14.969
Si	-46.186	-2.643	14.82
Si	-43.572	0.029	14.987
Si	-40.787	2.679	15.161
Si	-43.566	5.382	15.09
Si	-40.862	8.023	14.89
Si	-43.595	10.824	14.982
Si	-40.802	-2.964	14.855
Si	-38.078	-0.144	15.076
Si	-35.309	2.627	15.171
Si	-38.137	5.317	15.019
Si	-35.302	8.062	15.125
Si	-38.074	10.814	14.912
Si	-35.358	-2.816	14.923
Si	-47.259	-1.057	16.143
Si	-45.144	1.244	16.352
Si	-47.574	4.413	16.33
Si	-45.252	6.528	16.297
Si	-47.817	9.519	16.273
Si	-44.663	-3.754	16.2
Si	-42.371	-1.719	15.999
Si	-39.143	1.47	16.422
Si	-41.953	4.302	16.495
Si	-39.736	6.514	16.283
Si	-42.068	9.519	16.211
Si	-39.76	-4.588	16.281
Si	-36.478	-1.331	16.357
Si	-34.207	0.908	16.445
Si	-36.999	3.768	16.392
Si	-33.532	6.997	16.336
Si	-36.429	9.808	16.242
Si	-34.147	-4.375	16.172
Si	-47.03	-3.258	-7.041
Si	-43.189	2.28	18.472
Si	-37.175	6.871	-4.706
Si	-45.678	0.301	-5.338
Si	-44.708	8.22	-3.861
Si	-40.387	-1.642	-5.079
Si	-36.274	-5.532	-3.004
Si	-32.753	-4.026	-4.804
Si	-34.499	4.196	20.44
Si	-40.717	-2.132	20.06
Si	-31.212	-5.121	-6.804
Si	-36.185	-2.061	19.291
Si	-38.238	2.813	-5.516
Si	-45.562	3.224	-4.589
Si	-32.455	7.298	-4.756
Si	-29.507	-5.768	18.328
Si	-27.898	7.467	-6.867
Si	-35.163	0.006	-3.751
Si	-43.45	2.053	-6.284
Si	-39.097	7.918	-2.594
Si	-29.727	1.786	-2.972
Si	-35.163	-7.363	-5.304
Si	-41.131	-7.473	-4.845
Si	-38.949	-5.541	-2.247
Si	-40.057	-4.699	19.214
Si	-42.463	-2.588	-3.206
Si	-41.971	-5.536	-2.814
Si	-35.489	2.45	-2.229
Si	-37.845	8.096	18.318
Si	-29.31	-4.237	-3.106
Si	-38.713	-2.736	-7.104
Si	-34.153	-5.087	-6.951
Si	-33.51	-3.38	18.995
Si	-32.125	0.786	-4.029
Si	-35.36	-2.738	-2.122
Si	-31.211	-6.342	-4.318
Si	-39.98	-7.464	20.214
Si	-46.928	5.615	-6.269
Si	-41.748	6.803	-6.841
Si	-43.141	6.76	-1.677
Si	-35.759	4.251	-4.508
Si	-48.188	0.735	-6.817
Si	-46.409	2.315	-2.019
Si	-41.54	1.591	-1.744
Si	-39.099	5.393	-6.792
Si	-40.874	1.423	-4.72
Si	-41.074	0.03	18.139
Si	-36.729	5.534	18.976
Si	-49.505	5.359	-2.157
Si	-33.775	1.608	19.482
Si	-36.26	0.566	-6.594
Si	-30.871	-1.916	19.469
Si	-32.457	5.449	18.646
Si	-43.974	-7.892	18.379
Si	-31.738	-1.162	-0.017
Si	-29.092	1.629	-0.137
Si	-31.283	3.939	-0.041
Si	-28.279	6.596	0.257
Si	-31.542	9.766	-0.004
Si	-28.07	11.591	-0.187
Si	-25.557	-1.588	-0.275
Si	-23.084	1.201	0.296
Si	-26.262	4.3	-0.131
Si	-23.606	7.215	-0.138
Si	-25.813	9.405	0.235
Si	-23.342	12.443	-0.276
Si	-20.794	-0.905	-0.174
Si	-17.95	1.704	-0.243
Si	-20.162	3.969	-0.229
Si	-17.801	7.136	0.09
Si	-20.143	9.232	-0.006
Si	-17.391	11.912	-0.058
Si	-30.039	-0.056	1.19
Si	-27.352	2.657	1.143
Si	-30.023	5.436	1.306
Si	-27.122	8.061	1.612
Si	-29.827	10.783	1.234
Si	-27.161	-2.838	1.006
Si	-24.597	-0.142	1.369
Si	-21.719	2.834	1.225
Si	-24.601	5.469	1.153
Si	-21.86	8.167	1.195
Si	-24.388	10.917	1.253
Si	-21.753	-2.718	1.054
Si	-19.086	0.117	1.112
Si	-16.336	2.793	1.123
Si	-19.012	5.453	1.205
Si	-16.265	8.25	1.422
Si	-19.011	10.847	1.269
Si	-16.322	-2.753	1.237
Si	-31.311	1.283	2.688
Si	-28.648	4.008	2.625
Si	-31.325	6.791	2.697
Si	-28.616	9.442	2.74
Si	-31.147	12.191	2.666
Si	-28.567	-1.457	2.43
Si	-25.973	1.325	2.556
Si	-23.166	4.146	2.519
Si	-25.758	6.683	2.813
Si	-23.064	9.559	2.636
Si	-25.832	12.246	2.563
Si	-23.124	-1.474	2.603
Si	-20.4	1.419	2.59
Si	-17.645	4.116	2.578
Si	-20.474	6.769	2.542
Si	-17.682	9.563	2.732
Si	-20.4	12.281	2.503
Si	-17.723	-1.304	2.469
Si	-32.703	-0.059	4.039
Si	-29.957	2.649	4.033
Si	-32.699	5.399	4.027
Si	-29.966	8.1	4.093
Si	-32.585	10.866	4.052
Si	-29.856	-2.728	3.983
Si	-27.283	-0.073	3.902
Si	-24.534	2.707	3.862
Si	-27.244	5.335	4.029
Si	-24.41	8.162	4.025
Si	-27.199	10.873	3.966
Si	-24.486	-2.78	3.992
Si	-21.775	-0.009	3.906
Si	-19.014	2.744	3.947
Si	-21.803	5.439	3.95
Si	-19.094	8.137	3.951
Si	-21.712	10.921	3.955
Si	-19.054	-2.669	3.877
Si	-31.303	-1.404	10.834
Si	-28.607	1.29	10.803
Si	-31.316	3.997	10.859
Si	-28.564	6.736	10.753
Si	-31.295	9.481	10.811
Si	-28.549	-4.146	10.803
Si	-25.845	-1.42	10.778
Si	-23.137	1.258	10.729
Si	-25.902	4.019	10.725
Si	-23.1	6.765	10.787
Si	-25.813	9.476	10.773
Si	-23.11	-4.123	10.771
Si	-20.415	-1.382	10.79
Si	-17.749	1.363	10.775
Si	-20.408	4.069	10.772
Si	-17.702	6.81	10.738
Si	-20.378	9.521	10.809
Si	-17.688	-4.084	10.858
Si	-29.967	-0.036	12.21
Si	-27.228	2.646	12.127
Si	-29.896	5.374	12.137
Si	-27.216	8.126	12.089
Si	-29.917	10.83	12.175
Si	-27.164	-2.804	12.148
Si	-24.483	-0.08	12.145
Si	-21.784	2.63	12.041
Si	-24.546	5.392	12.046
Si	-21.708	8.126	12.162
Si	-24.421	10.803	12.144
Si	-21.756	-2.784	12.141
Si	-19.087	-0.002	12.173
Si	-16.413	2.773	12.096
Si	-19.033	5.456	12.13
Si	-16.364	8.174	12.097
Si	-19.048	10.865	12.243
Si	-16.314	-2.717	12.22
Si	-31.331	1.289	13.663
Si	-28.574	3.99	13.514
Si	-31.225	6.787	13.458
Si	-28.549	9.452	13.504
Si	-31.269	-4.122	13.539
Si	-28.554	-1.432	13.463
Si	-25.853	1.296	13.478
Si	-23.253	3.916	13.305
Si	-25.851	6.785	13.422
Si	-23.026	9.483	13.545
Si	-25.786	-4.189	13.501
Si	-23.154	-1.498	13.496
Si	-20.474	1.366	13.521
Si	-17.7	4.131	13.532
Si	-20.367	6.761	13.546
Si	-17.663	9.47	13.579
Si	-20.441	-4.086	13.608
Si	-17.7	-1.36	13.533
Si	-32.576	-0.16	15.118
Si	-29.967	2.712	14.97
Si	-32.565	5.47	14.836
Si	-29.88	8.113	14.889
Si	-32.615	10.803	14.844
Si	-29.87	-2.782	14.873
Si	-27.187	-0.077	14.806
Si	-24.555	2.666	14.861
Si	-27.181	5.406	14.765
Si	-24.444	8.093	14.789
Si	-27.162	10.767	14.846
Si	-24.415	-2.889	14.921
Si	-21.889	-0.083	14.82
Si	-19.131	2.839	14.885
Si	-21.891	5.274	14.556
Si	-18.984	8.072	15.006
Si	-21.721	10.817	15.048
Si	-19.049	-2.706	14.934
Si	-30.785	-1.206	16.361
Si	-28.686	1.147	16.128
Si	-31.054	4.41	16.26
Si	-28.702	6.502	16.134
Si	-31.419	9.326	16.19
Si	-28.29	-3.954	16.125
Si	-26.078	-1.73	16.054
Si	-23.085	1.406	16.199
Si	-25.639	4.331	16.138
Si	-23.333	6.411	15.946
Si	-25.592	9.592	16.133
Si	-23.367	-4.477	16.424
Si	-20.207	-1.012	16.116
Si	-17.974	1.276	16.136
Si	-20.993	3.732	16.051
Si	-17.226	6.995	16.187
Si	-20.056	9.704	16.323
Si	-17.871	-4.32	16.217
Si	-31.616	1.435	-7.103
Si	-27.043	2.662	18.386
Si	-23.127	5.56	-5.116
Si	-27.951	-2.031	20.697
Si	-27.666	-7.899	-4.076
Si	-24.383	2.898	-1.932
Si	-20.301	-6.456	-3.004
Si	-18.66	-1.764	-4.272
Si	-19.806	1.077	20.647
Si	-25.48	-1.606	18.99
Si	-12.279	-3.82	19.788
Si	-19.845	-1.535	18.925
Si	-23.586	0.855	-4.057
Si	-29.142	3.246	20.615
Si	-13.63	-5.73	-6.48
Si	-13.575	-7.41	18.894
Si	-10.036	5.865	20.26
Si	-20.766	-0.195	-3.085
Si	-26.301	5.919	-4.859
Si	-22.276	5.243	-2.147
Si	-16.58	2.898	-4.683
Si	-19.01	7.699	-4.568
Si	-25.531	-5.928	-4.546
Si	-22.945	-4.892	-3.296
Si	-23.749	-4.172	19.423
Si	-27.051	-3.418	-4.979
Si	-28.071	0.646	-4.985
Si	-19.37	2.007	-4.333
Si	-20.046	-7.143	19.29
Si	-10.903	-2.113	-6.357
Si	-22.611	-4.05	-5.95
Si	-19.841	-4.252	20.402
Si	-17.504	-2.855	-6.795
Si	-13.841	-1.821	-5.916
Si	-17.987	-4.381	-3.033
Si	-10.973	-5.565	-2.2
Si	-24.183	-6.348	-7.021
Si	-30.416	5.935	20.498
Si	-22.067	7.147	20.536
Si	-29.889	7.968	-1.919
Si	-18.672	4.785	-4.446
Si	-28.099	3.488	-4.691
Si	-31.45	-2.086	-3.02
Si	-25.974	-0.927	-3.371
Si	-21.378	5.882	18.057
Si	-17.83	7.752	20.483
Si	-24.418	1.089	19.127
Si	-18.484	5.652	18.626
Si	-32.164	5.902	-2.164
Si	-17.641	2.648	18.944
Si	-22.957	2.665	-6.569
Si	-14.709	0.801	-4.793
Si	-14.99	3.901	19.299
Si	-27.328	8.235	18.309
Si	-14.793	-1.636	-0.136
Si	-12.47	1.583	-0.184
Si	-14.589	3.931	0.008
Si	-11.935	6.608	-0.209
Si	-15.109	9.802	0.116
Si	-12.451	12.59	-0.11
Si	-8.942	-1.601	0.03
Si	-6.485	0.948	0.23
Si	-9.656	4.431	-0.068
Si	-6.965	7.323	0.3
Si	-9.237	9.469	0.103
Si	-6.749	12.487	0.246
Si	-4.213	-1.068	0.427
Si	-1.439	1.954	-0.029
Si	-3.918	3.961	-0.029
Si	-1.651	7.217	-0.032
Si	-3.978	-6.96	0.082
Si	-2.113	-3.335	-0.231
Si	-13.621	0.004	1.137
Si	-10.826	2.743	1.139
Si	-13.45	5.508	1.275
Si	-10.875	8.216	1.22
Si	-13.555	11.037	1.316
Si	-10.818	-2.585	1.15
Si	-8.03	-0.1	1.577
Si	-5.434	2.769	1.309
Si	-8.158	5.581	1.333
Si	-5.407	8.346	1.632
Si	-8.052	10.961	1.451
Si	-5.452	-2.563	1.689
Si	-2.588	0.291	1.34
Si	0.093	2.884	1.467
Si	-2.753	5.579	1.274
Si	-0.019	8.417	1.176
Si	-2.838	-5.191	1.164
Si	-0.192	-2.578	1.139
Si	-15.002	1.377	2.499
Si	-12.15	4.088	2.621
Si	-14.879	6.819	2.635
Si	-12.229	9.576	2.598
Si	-14.96	12.314	2.691
Si	-12.196	-1.258	2.552
Si	-9.496	1.419	2.602
Si	-6.809	4.15	2.639
Si	-9.538	6.908	2.694
Si	-6.776	9.681	2.915
Si	-9.534	12.346	2.643
Si	-6.806	-1.328	3.063
Si	-4.021	1.538	2.741
Si	-1.347	4.275	2.7
Si	-4.058	6.848	2.771
Si	-1.392	-6.562	2.556
Si	-4.05	12.313	2.806
Si	-1.338	-1.2	2.673
Si	-16.349	0.023	3.883
Si	-13.619	2.738	3.902
Si	-16.289	5.462	3.957
Si	-13.573	8.218	3.993
Si	-16.312	10.938	4.043
Si	-13.563	-2.621	3.961
Si	-10.886	0.086	3.974
Si	-8.161	2.786	4.001
Si	-10.857	5.483	4.026
Si	-8.184	8.239	4.102
Si	-10.878	10.937	3.984
Si	-8.247	-2.716	4.191
Si	-5.359	0.141	4.154
Si	-2.68	2.886	4.087
Si	-5.453	5.483	4.061
Si	-2.678	8.312	3.995
Si	-5.403	11.015	4.213
Si	-2.669	-2.593	4.074
Si	-15.001	-1.339	10.826
Si	-12.277	1.344	10.807
Si	-15.006	4.094	10.737
Si	-12.248	6.87	10.787
Si	-14.975	9.578	10.822
Si	-12.303	-4.024	10.807
Si	-9.6	-1.31	10.85
Si	-6.873	1.44	10.835
Si	-9.541	4.133	10.826
Si	-6.79	6.873	10.836
Si	-9.533	9.589	10.808
Si	-6.872	-4.03	10.854
Si	-4.097	-1.302	10.83
Si	-1.338	1.446	10.818
Si	-4.085	4.169	10.837
Si	-1.395	6.873	10.842
Si	-4.084	9.587	10.863
Si	-1.364	-4.004	10.89
Si	-13.654	0.015	12.206
Si	-10.877	2.685	12.131
Si	-13.59	5.424	12.053
Si	-10.913	8.275	12.162
Si	-13.624	10.958	12.216
Si	-10.977	-2.686	12.203
Si	-8.248	0.073	12.196
Si	-5.517	2.84	12.144
Si	-8.17	5.524	12.161
Si	-5.436	8.218	12.226
Si	-8.217	10.911	12.242
Si	-5.505	-2.647	12.164
Si	-2.698	0.063	12.136
Si	0.003	2.775	12.226
Si	-2.748	5.521	12.235
Si	-0.027	8.211	12.195
Si	-2.752	-5.359	12.231
Si	0.025	-2.661	12.24
Si	-15.068	1.449	13.444
Si	-12.258	4.029	13.408
Si	-14.962	6.785	13.34
Si	-12.236	9.639	13.58
Si	-14.948	-4.035	13.656
Si	-12.326	-1.362	13.623
Si	-9.572	1.403	13.628
Si	-6.857	4.181	13.573
Si	-9.526	6.927	13.469
Si	-6.787	9.575	13.59
Si	-9.66	-4.076	13.578
Si	-6.895	-1.307	13.507
Si	-4.135	1.427	13.377
Si	-1.363	4.159	13.567
Si	-4.139	6.835	13.636
Si	-1.362	9.598	13.562
Si	-4.179	-3.992	13.54
Si	-1.352	-1.267	13.554
Si	-16.396	0.116	14.834
Si	-13.682	2.757	14.796
Si	-16.206	5.451	14.805
Si	-13.632	8.147	14.674
Si	-16.267	10.846	14.958
Si	-13.664	-2.676	15.144
Si	-10.958	0.013	14.964
Si	-8.201	2.811	14.964
Si	-10.859	5.423	14.644
Si	-8.193	8.244	14.929
Si	-10.993	10.97	15.137
Si	-8.262	-2.69	14.834
Si	-5.507	0.109	14.737
Si	-2.841	2.801	14.75
Si	-5.552	5.532	15.039
Si	-2.723	8.196	14.915
Si	-5.495	-5.328	14.986
Si	-2.807	-2.598	14.821
Si	-14.906	-0.985	16.251
Si	-12.652	1.158	16.121
Si	-14.59	4.42	16.195
Si	-12.391	6.602	15.855
Si	-15.037	9.218	16.174
Si	-12.054	-3.723	16.625
Si	-9.757	-1.573	16.226
Si	-6.519	1.667	16.144
Si	-9.42	4.422	16.18
Si	-7.201	6.665	16.369
Si	-9.266	9.838	16.28
Si	-7.148	-4.164	16.257
Si	-4.021	-1.035	16.087
Si	-1.845	1.239	16.126
Si	-4.336	3.884	16.194
Si	-1.138	7.091	16.255
Si	-3.791	9.868	16.164
Si	-1.575	-4.135	16.038
Si	-16.883	-2.291	18.346
Si	-10.753	2.492	18.079
Si	-7.137	-5.887	-4.589
Si	-12.108	4.066	-4.377
Si	-11.011	6.71	-4.833
Si	-7.934	2.557	-1.928
Si	-5.32	-5.347	-2.138
Si	-5.25	-6.472	-6.99
Si	-2.046	1.628	-6.172
Si	-5.318	-2.811	18.242
Si	1.302	-4.547	20.402
Si	-0.926	-1.175	20.128
Si	-5.928	-1.275	-6.687
Si	-12.049	3.512	20.451
Si	-0.827	6.553	-5.652
Si	2.996	-5.797	18.487
Si	6.248	6.065	-5.102
Si	-0.112	3.327	-2.293
Si	-8.482	7.768	-4.294
Si	-13.286	-7.732	-2.207
Si	-4.753	0.938	-5.359
Si	-2.472	-7.222	-5.81
Si	-9.363	-3.948	-4.301
Si	-2.986	-3.552	-3.135
Si	-8.761	0.172	-6.778
Si	-15.525	-4.039	-4.857
Si	-9.232	0.861	-4.139
Si	-5.54	4.158	-2.712
Si	-5.791	7.086	19.085
Si	4.172	-5.237	-2.77
Si	-3.896	-5.357	18.75
Si	-5.287	-1.562	-3.851
Si	-1.288	-3.992	19.03
Si	1.914	-1.673	-2.71
Si	-0.804	-4.716	-4.929
Si	1.303	-4.839	-2.73
Si	-8.125	-1.567	-2.796
Si	-13.66	8.068	-5.059
Si	-3.341	5.462	-6.567
Si	-17.066	6.442	-2.807
Si	-3.865	7.257	-4.163
Si	-14.955	6.841	20.358
Si	-16.574	-0.218	-2.407
Si	-11.952	1.348	-3.253
Si	-7.674	5.738	-6.682
Si	-5.518	3.724	-5.637
Si	-8.466	0.413	18.095
Si	-3.113	5.785	18.314
Si	-14.87	4.682	-2.963
Si	-1.219	1.333	18.949
Si	-6.379	6.919	-2.534
Si	1.78	-1.833	19.194
Si	1.396	2.804	18.864
Si	-10.795	8.07	18.218
Si	1.399	-1.284	5.429
Si	4.116	1.474	5.38
Si	1.385	4.205	5.368
Si	4.099	6.875	5.365
Si	1.386	-6.704	5.356
Si	4.033	-3.986	5.398
Si	6.834	-1.24	5.442
Si	9.497	1.396	5.513
Si	6.778	4.159	5.45
Si	9.498	6.869	5.504
Si	6.811	9.578	5.442
Si	9.55	-3.995	5.431
Si	12.286	-1.351	5.512
Si	15.049	1.396	5.504
Si	12.26	4.112	5.59
Si	15.076	6.861	5.59
Si	12.296	-6.678	5.536
Si	14.984	-3.997	5.491
Si	17.75	-1.299	5.436
Si	20.467	1.422	5.41
Si	17.845	4.098	5.462
Si	20.512	6.863	5.42
Si	17.768	9.568	5.481
Si	20.478	-3.992	5.456
Si	23.199	-1.314	5.478
Si	25.933	1.447	5.505
Si	23.209	4.164	5.443
Si	25.923	6.87	5.486
Si	23.226	9.561	5.445
Si	25.963	-4.055	5.515
Si	28.702	-1.327	5.553
Si	31.364	1.402	5.634
Si	28.651	4.132	5.551
Si	31.401	6.835	5.6
Si	28.697	9.567	5.551
Si	31.388	-4.037	5.603
Si	34.058	-1.331	5.692
Si	36.742	1.392	5.747
Si	34.127	4.103	5.669
Si	36.713	6.821	5.809
Si	34.071	9.558	5.696
Si	36.707	-4.033	5.772
Si	39.433	-1.338	5.86
Si	42.17	1.343	5.883
Si	39.461	4.053	5.905
Si	42.15	6.772	5.92
Si	39.438	9.526	5.92
Si	42.161	-4.123	5.918
Si	44.933	-1.434	5.864
Si	47.617	1.293	5.74
Si	44.923	4.025	5.859
Si	47.624	6.734	5.74
Si	44.876	9.475	5.879
Si	47.621	-4.119	5.717
Si	50.298	-1.421	5.644
Si	52.971	1.312	5.536
Si	50.312	3.983	5.627
Si	53.029	6.752	5.554
Si	50.31	9.464	5.612
Si	52.983	-4.141	5.582
Si	55.696	-1.377	5.518
Si	58.44	1.326	5.45
Si	55.698	4.058	5.523
Si	58.446	6.781	5.472
Si	55.736	9.452	5.499
Si	58.442	-4.129	5.424
Si	61.149	-1.412	5.382
Si	63.896	1.317	5.397
Si	61.176	4.069	5.4
Si	63.878	6.765	5.333
Si	61.143	9.499	5.391
Si	63.855	-4.08	5.349
Si	66.596	-1.39	5.331
Si	69.36	1.344	5.343
Si	66.609	4.05	5.334
Si	69.331	6.778	5.363
Si	66.582	9.471	5.335
Si	69.3	-4.131	5.365
Si	-58.537	-1.374	5.427
Si	-55.788	1.344	5.402
Si	-58.488	4.042	5.301
Si	-55.795	6.708	5.396
Si	-58.567	9.465	5.399
Si	-55.819	-4.118	5.539
Si	-53.035	-1.338	5.488
Si	-50.25	1.316	5.449
Si	-53.066	4.033	5.493
Si	-50.369	6.769	5.506
Si	-53.073	9.434	5.492
Si	-50.344	-4.09	5.516
Si	-47.547	-1.413	5.454
Si	-44.858	1.294	5.373
Si	-47.566	4.001	5.45
Si	-44.882	6.753	5.427
Si	-47.623	9.507	5.529
Si	-44.919	-4.083	5.445
Si	-42.198	-1.425	5.371
Si	-39.506	1.32	5.397
Si	-42.219	4.011	5.351
Si	-39.47	6.692	5.366
Si	-42.165	9.438	5.401
Si	-39.486	-4.202	5.391
Si	-36.788	-1.431	5.424
Si	-34.064	1.3	5.394
Si	-36.783	4.024	5.369
Si	-34.044	6.739	5.412
Si	-36.757	9.412	5.41
Si	-33.996	-4.139	5.421
Si	-31.294	-1.418	5.351
Si	-28.6	1.263	5.347
Si	-31.337	4.019	5.371
Si	-28.582	6.723	5.39
Si	-31.303	9.474	5.442
Si	-28.535	-4.1	5.362
Si	-25.87	-1.385	5.291
Si	-23.165	1.347	5.249
Si	-25.859	3.991	5.347
Si	-23.088	6.792	5.375
Si	-25.84	9.501	5.333
Si	-23.116	-4.12	5.342
Si	-20.407	-1.348	5.286
Si	-17.677	1.364	5.301
Si	-20.419	4.075	5.292
Si	-17.693	6.804	5.304
Si	-20.392	9.532	5.329
Si	-17.709	-4.006	5.315
Si	-14.978	-1.298	5.294
Si	-12.276	1.415	5.324
Si	-14.952	4.09	5.316
Si	-12.238	6.843	5.367
Si	-14.953	9.555	5.362
Si	-12.256	-4.025	5.336
Si	-9.586	-1.269	5.423
Si	-6.799	1.473	5.429
Si	-9.507	4.134	5.387
Si	-6.808	6.856	5.411
Si	-9.549	9.604	5.418
Si	-6.822	-4.001	5.531
Si	-4.035	-1.266	5.471
Si	-1.345	1.464	5.417
Si	-4.078	4.181	5.447
Si	-1.328	6.965	5.392
Si	-4.034	9.593	5.451
Si	-1.338	-3.97	5.447
Si	2.765	0.089	6.754
Si	5.435	2.793	6.813
Si	2.746	5.527	6.762
Si	5.443	8.213	6.783
Si	2.717	-5.362	6.778
Si	5.447	-2.647	6.748
Si	8.157	0.053	6.885
Si	10.884	2.729	6.885
Si	8.147	5.493	6.843
Si	10.882	-8.066	6.822
Si	8.182	-5.374	6.778
Si	10.904	-2.694	6.855
Si	13.653	0.034	6.844
Si	16.431	2.764	6.81
Si	13.653	5.494	6.88
Si	16.43	8.236	6.897
Si	13.64	-5.337	6.889
Si	16.371	-2.638	6.813
Si	19.114	0.063	6.782
Si	21.845	2.779	6.777
Si	19.177	5.489	6.806
Si	21.863	8.209	6.802
Si	19.117	-5.365	6.812
Si	21.843	-2.663	6.836
Si	24.563	0.064	6.838
Si	27.288	2.773	6.902
Si	24.566	5.499	6.833
Si	27.301	8.202	6.87
Si	24.588	-5.424	6.842
Si	27.299	-2.674	6.887
Si	29.995	0.04	6.971
Si	32.718	2.76	7.012
Si	29.999	5.487	6.94
Si	32.684	8.199	7.03
Si	30.012	-5.396	6.957
Si	32.691	-2.689	7.03
Si	35.393	0.017	7.093
Si	38.068	2.7	7.191
Si	35.362	5.462	7.143
Si	38.074	8.141	7.207
Si	35.382	-5.422	7.113
Si	38.064	-2.709	7.172
Si	40.812	-0.014	7.22
Si	43.562	2.685	7.211
Si	40.802	5.42	7.258
Si	43.532	8.13	7.246
Si	40.806	-5.46	7.277
Si	43.547	-2.755	7.219
Si	46.295	-0.04	7.159
Si	48.98	2.676	7.067
Si	46.283	5.415	7.161
Si	48.995	8.124	7.035
Si	46.283	-5.458	7.132
Si	48.967	-2.747	7.062
Si	51.673	-0.038	6.97
Si	54.356	2.685	6.879
Si	51.68	5.393	6.938
Si	54.41	8.102	6.904
Si	51.661	-5.487	6.979
Si	54.372	-2.757	6.894
Si	57.103	-0.023	6.84
Si	59.814	2.712	6.777
Si	57.098	5.414	6.847
Si	59.805	8.161	6.794
Si	57.091	-5.463	6.827
Si	59.819	-2.765	6.773
Si	62.516	-0.041	6.741
Si	65.258	2.698	6.716
Si	62.539	5.43	6.744
Si	65.234	8.123	6.711
Si	62.533	-5.459	6.73
Si	65.213	-2.722	6.701
Si	67.969	-0.025	6.671
Si	-59.854	2.708	6.691
Si	67.961	5.415	6.705
Si	-59.894	8.115	6.762
Si	67.921	-5.477	6.709
Si	-59.905	-2.77	6.728
Si	-57.158	-0.009	6.757
Si	-54.43	2.675	6.801
Si	-57.156	5.37	6.73
Si	-54.446	8.065	6.788
Si	-57.208	-5.509	6.798
Si	-54.405	-2.74	6.814
Si	-51.647	0	6.825
Si	-48.935	2.69	6.831
Si	-51.721	5.414	6.848
Si	-48.999	8.134	6.85
Si	-51.709	-5.49	6.821
Si	-48.939	-2.739	6.828
Si	-46.205	-0.026	6.796
Si	-43.533	2.662	6.77
Si	-46.236	5.397	6.803
Si	-43.518	8.096	6.798
Si	-46.235	-5.461	6.844
Si	-43.552	-2.727	6.794
Si	-40.826	-0.08	6.759
Si	-38.132	2.672	6.761
Si	-40.834	5.341	6.744
Si	-38.125	8.055	6.767
Si	-40.825	-5.532	6.795
Si	-38.13	-2.819	6.766
Si	-35.413	-0.062	6.774
Si	-32.698	2.663	6.748
Si	-35.413	5.365	6.76
Si	-32.684	8.1	6.776
Si	-35.38	-5.527	6.758
Si	-32.644	-2.761	6.757
Si	-29.962	-0.06	6.738
Si	-27.224	2.625	6.7
Si	-29.974	5.375	6.735
Si	-27.201	8.121	6.697
Si	-29.912	-5.462	6.74
Si	-27.192	-2.737	6.712
Si	-24.507	-0.02	6.646
Si	-21.793	2.696	6.636
Si	-24.488	5.395	6.679
Si	-21.741	8.166	6.709
Si	-24.474	-5.477	6.709
Si	-21.747	-2.734	6.664
Si	-19.045	0	6.667
Si	-16.321	2.724	6.672
Si	-19.056	5.437	6.663
Si	-16.34	8.181	6.68
Si	-19.033	-5.411	6.681
Si	-16.336	-2.663	6.676
Si	-13.635	0.046	6.685
Si	-10.912	2.77	6.706
Si	-13.613	5.468	6.702
Si	-10.903	8.213	6.75
Si	-13.612	-5.385	6.717
Si	-10.934	-2.668	6.74
Si	-8.179	0.08	6.757
Si	-5.439	2.816	6.799
Si	-8.159	5.492	6.764
Si	-5.434	8.225	6.76
Si	-8.187	-5.394	6.82
Si	-5.44	-2.612	6.825
Si	-2.682	0.099	6.813
Si	0.031	2.827	6.743
Si	-2.697	5.573	6.745
Si	0.039	-8.042	6.77
Si	-2.697	-5.346	6.807
Si	0.046	-2.644	6.808
Si	1.376	1.434	8.096
Si	4.081	4.161	8.159
Si	1.372	6.88	8.126
Si	4.093	9.587	8.136
Si	1.383	-4.019	8.179
Si	4.1	-1.302	8.132
Si	6.776	1.418	8.2
Si	9.522	4.124	8.196
Si	6.794	6.869	8.189
Si	9.51	-6.721	8.18
Si	6.809	-4.02	8.128
Si	9.543	-1.331	8.212
Si	12.263	1.359	8.218
Si	15.034	4.091	8.166
Si	12.251	-9.437	8.161
Si	15.017	9.6	8.198
Si	12.245	-4.031	8.247
Si	15.002	-1.314	8.21
Si	17.764	1.397	8.161
Si	20.514	4.129	8.17
Si	17.793	6.826	8.185
Si	20.492	9.579	8.143
Si	17.73	-4.006	8.155
Si	20.473	-1.286	8.157
Si	23.196	1.439	8.171
Si	25.913	4.143	8.225
Si	23.211	6.85	8.183
Si	25.929	9.547	8.227
Si	23.219	-4.033	8.175
Si	25.929	-1.294	8.22
Si	28.617	1.421	8.301
Si	31.328	4.132	8.352
Si	28.625	6.854	8.281
Si	31.314	9.555	8.377
Si	28.626	-4.035	8.285
Si	31.324	-1.314	8.355
Si	34.037	1.402	8.423
Si	36.724	4.109	8.507
Si	33.989	6.845	8.463
Si	36.714	9.543	8.509
Si	34.009	-4.056	8.436
Si	36.716	-1.345	8.503
Si	39.44	1.351	8.543
Si	42.216	4.062	8.555
Si	39.44	6.798	8.574
Si	42.178	9.491	8.607
Si	39.427	-4.059	8.56
Si	42.19	-1.376	8.555
Si	44.936	1.321	8.529
Si	47.655	4.043	8.478
Si	44.938	6.775	8.541
Si	47.664	9.486	8.433
Si	44.927	-4.125	8.524
Si	47.657	-1.394	8.484
Si	50.354	1.317	8.393
Si	53.043	4.042	8.282
Si	50.361	6.759	8.357
Si	53.071	9.474	8.29
Si	50.343	-4.118	8.378
Si	53.063	-1.394	8.299
Si	55.774	1.353	8.211
Si	58.486	4.067	8.183
Si	55.772	6.753	8.254
Si	58.47	9.516	8.179
Si	55.758	-4.105	8.227
Si	58.488	-1.393	8.16
Si	61.179	1.339	8.115
Si	63.904	4.056	8.08
Si	61.182	6.794	8.118
Si	63.891	9.495	8.088
Si	61.207	-4.097	8.124
Si	63.879	-1.383	8.103
Si	66.617	1.324	8.047
Si	-61.22	4.061	8.057
Si	66.608	6.778	8.075
Si	-61.264	9.499	8.073
Si	66.546	-4.107	8.044
Si	69.29	-1.394	8.048
Si	-58.527	1.36	8.082
Si	-55.777	4.067	8.121
Si	-58.498	6.746	8.078
Si	-55.809	9.444	8.116
Si	-58.554	-4.11	8.106
Si	-55.791	-1.367	8.117
Si	-53.033	1.366	8.156
Si	-50.314	4.069	8.175
Si	-53.075	6.777	8.186
Si	-50.348	9.499	8.2
Si	-53.067	-4.131	8.159
Si	-50.303	-1.373	8.174
Si	-47.563	1.339	8.169
Si	-44.883	4.034	8.156
Si	-47.618	6.762	8.173
Si	-44.885	9.464	8.176
Si	-47.603	-4.103	8.197
Si	-44.869	-1.375	8.186
Si	-42.165	1.299	8.139
Si	-39.476	4.008	8.154
Si	-42.167	6.709	8.144
Si	-39.463	9.424	8.152
Si	-42.189	-4.131	8.135
Si	-39.456	-1.431	8.136
Si	-36.764	1.314	8.138
Si	-34.052	4.007	8.132
Si	-36.763	6.711	8.15
Si	-34.037	9.445	8.149
Si	-36.743	-4.163	8.129
Si	-34.029	-1.418	8.125
Si	-31.33	1.3	8.099
Si	-28.606	3.994	8.053
Si	-31.322	6.729	8.121
Si	-28.557	9.471	8.078
Si	-31.287	-4.121	8.115
Si	-28.581	-1.415	8.083
Si	-25.863	1.292	8.062
Si	-23.13	4.04	8.046
Si	-25.837	6.754	8.046
Si	-23.113	9.493	8.073
Si	-25.833	-4.109	8.06
Si	-23.134	-1.394	8.002
Si	-20.431	1.346	8.014
Si	-17.701	4.075	8.021
Si	-20.391	6.798	8.05
Si	-17.679	9.55	8.053
Si	-20.394	-4.078	8.062
Si	-17.697	-1.343	8.068
Si	-14.987	1.376	8.067
Si	-12.261	4.12	8.088
Si	-14.98	6.836	8.052
Si	-12.264	9.58	8.097
Si	-15.001	-4.034	8.059
Si	-12.306	-1.322	8.072
Si	-9.568	1.419	8.095
Si	-6.803	4.162	8.145
Si	-9.528	6.855	8.103
Si	-6.801	9.567	8.136
Si	-9.564	-4.001	8.121
Si	-6.832	-1.266	8.155
Si	-4.084	1.443	8.15
Si	-1.35	4.18	8.099
Si	-4.069	6.891	8.121
Si	-1.321	-6.7	8.156
Si	-4.091	-4.012	8.161
Si	-1.328	-1.283	8.155
Si	0.044	0.074	9.494
Si	2.71	2.774	9.478
Si	-0.006	5.517	9.489
Si	2.73	8.228	9.495
Si	0.025	-5.365	9.553
Si	2.771	-2.671	9.527
Si	5.435	0.015	9.546
Si	8.172	2.744	9.543
Si	5.452	5.496	9.547
Si	8.167	8.233	9.552
Si	5.478	10.928	9.508
Si	8.172	-2.709	9.543
Si	10.913	-0.008	9.6
Si	13.648	2.744	9.523
Si	10.893	5.52	9.515
Si	13.615	-8.087	9.508
Si	10.849	-5.393	9.576
Si	13.621	-2.673	9.576
Si	16.384	0.067	9.521
Si	19.137	2.751	9.493
Si	16.395	5.451	9.502
Si	19.159	8.204	9.514
Si	16.366	10.972	9.532
Si	19.094	-2.641	9.497
Si	21.836	0.074	9.513
Si	24.546	2.784	9.572
Si	21.872	5.48	9.537
Si	24.564	8.184	9.57
Si	21.839	10.932	9.512
Si	24.564	-2.672	9.557
Si	27.246	0.064	9.641
Si	29.946	2.782	9.704
Si	27.246	5.497	9.615
Si	29.937	8.189	9.719
Si	27.255	10.909	9.614
Si	29.95	-2.675	9.682
Si	32.658	0.037	9.742
Si	35.361	2.754	9.842
Si	32.617	5.486	9.802
Si	35.336	8.201	9.851
Si	32.647	10.901	9.778
Si	35.359	-2.726	9.833
Si	38.085	-0.016	9.876
Si	40.831	2.704	9.871
Si	38.074	5.443	9.894
Si	40.806	8.133	9.945
Si	38.067	10.878	9.891
Si	40.822	-2.724	9.91
Si	43.566	-0.014	9.886
Si	46.298	2.699	9.865
Si	43.577	5.424	9.901
Si	46.322	8.161	9.838
Si	43.578	10.86	9.913
Si	46.287	-2.744	9.838
Si	49.022	-0.017	9.81
Si	51.724	2.714	9.703
Si	49.022	5.445	9.786
Si	51.733	8.128	9.689
Si	49.018	10.85	9.778
Si	51.719	-2.739	9.695
Si	54.455	-0.006	9.6
Si	57.153	2.704	9.567
Si	54.417	5.392	9.622
Si	57.143	8.149	9.562
Si	54.428	10.859	9.63
Si	57.143	-2.73	9.546
Si	59.858	-0.023	9.513
Si	62.548	2.711	9.456
Si	59.851	5.449	9.521
Si	62.534	8.155	9.468
Si	59.872	10.874	9.501
Si	62.548	-2.732	9.507
Si	65.247	-0.011	9.425
Si	67.973	2.682	9.391
Si	65.26	5.412	9.434
Si	67.957	8.151	9.441
Si	65.224	10.878	9.456
Si	67.898	-2.74	9.379
Si	70.665	-0.039	9.391
Si	-57.161	2.721	9.428
Si	-59.853	5.411	9.429
Si	-57.14	8.075	9.47
Si	-59.913	10.848	9.442
Si	-57.171	-2.751	9.433
Si	-54.424	0.001	9.459
Si	-51.69	2.738	9.53
Si	-54.436	5.429	9.516
Si	-51.718	8.142	9.542
Si	-54.439	10.797	9.474
Si	-51.685	-2.762	9.481
Si	-48.947	0.011	9.517
Si	-46.245	2.722	9.553
Si	-48.981	5.436	9.565
Si	-46.283	8.129	9.547
Si	-48.985	10.864	9.544
Si	-46.234	-2.735	9.531
Si	-43.512	-0.021	9.55
Si	-40.814	2.641	9.537
Si	-43.546	5.389	9.538
Si	-40.803	8.047	9.521
Si	-43.53	10.829	9.529
Si	-40.815	-2.779	9.504
Si	-38.099	-0.06	9.513
Si	-35.399	2.658	9.529
Si	-38.108	5.348	9.537
Si	-35.391	8.067	9.513
Si	-38.094	10.791	9.507
Si	-35.382	-2.79	9.496
Si	-32.68	-0.049	9.489
Si	-29.964	2.657	9.454
Si	-32.681	5.357	9.495
Si	-29.942	8.115	9.437
Si	-32.663	10.837	9.468
Si	-29.925	-2.764	9.475
Si	-27.226	-0.06	9.441
Si	-24.497	2.66	9.402
Si	-27.233	5.382	9.363
Si	-24.466	8.11	9.415
Si	-27.185	10.838	9.423
Si	-24.467	-2.752	9.407
Si	-21.766	-0.061	9.367
Si	-19.075	2.716	9.38
Si	-21.758	5.42	9.397
Si	-19.048	8.181	9.4
Si	-21.742	10.858	9.42
Si	-19.03	-2.73	9.448
Si	-16.351	0.018	9.442
Si	-13.621	2.722	9.429
Si	-16.347	5.454	9.374
Si	-13.634	8.212	9.437
Si	-16.338	10.914	9.441
Si	-13.658	-2.677	9.437
Si	-10.929	0.018	9.428
Si	-8.202	2.786	9.447
Si	-10.893	5.491	9.448
Si	-8.169	8.209	9.475
Si	-10.915	10.946	9.468
Si	-8.209	-2.65	9.493
Si	-5.464	0.091	9.507
Si	-2.709	2.819	9.475
Si	-5.425	5.532	9.475
Si	-2.72	8.253	9.479
Si	-5.469	10.941	9.512
Si	-2.71	-2.654	9.496
O	1.228	-1.898	17.669
O	7.087	-2.598	-3.425
O	2.638	0.067	16.585
O	3.448	0.806	-3.922
O	2.71	5.387	16.716
O	1.218	3.238	17.325
O	4.33	7.269	17.514
O	7.743	3.793	19.685
O	4.317	-6.674	18.625
O	15.102	-7.182	-5.587
O	3.447	-4.407	17.753
O	5.355	-2.724	16.918
O	7.072	-1.018	17.925
O	16.818	2.494	19.59
O	9.772	3.058	17.02
O	13.896	4.945	16.706
O	11.212	7.507	19.763
O	5.274	2.942	19.647
O	8.097	5.445	16.607
O	6.526	-7.642	17.846
O	8.165	-5.653	17.045
O	9.541	-0.426	-5.839
O	12.315	-0.562	17.641
O	13.713	-0.056	15.589
O	14.406	1.298	17.601
O	19.063	-2.68	-0.401
O	13.128	6.188	18.828
O	14.408	2.57	-6.621
O	15.387	6.759	17.691
O	-0.801	2.464	-5.596
O	13.81	-5.559	16.784
O	16.275	-2.952	19.546
O	15.882	-2.883	-5.512
O	19.389	0.357	20.244
O	16.718	1.288	-6.222
O	17.198	-1.01	-1.322
O	7.692	1.221	19.324
O	9.953	7.025	-1.199
O	1.139	4.158	19.694
O	15.228	4.499	19.003
O	10.041	2.563	19.509
O	10.201	5.105	18.906
O	19.997	-7.589	-5.662
O	7.46	-1.705	-6.872
O	5.479	-2.676	-5.506
O	13.428	1.389	-3.089
O	13.759	-3.251	-0.456
O	13.679	6.16	-3.321
O	9.339	-0.734	19.408
O	11.536	-3.78	-5.254
O	-2.002	1.838	20.272
O	9.863	4.383	-5.417
O	13.344	-1.914	-4.797
O	18.067	-4.603	18.83
O	7.283	-6.852	-3.578
O	15.556	7.959	-3.267
O	5.005	7.544	20.01
O	12.827	-5.859	-5.912
O	0.68	-1.116	20.112
O	1.495	3.958	-5.83
O	17.28	-6.707	-1.326
O	15.897	-4.126	17.315
O	3.322	5.384	20.474
O	20.247	4.236	19.318
O	5.407	-2.071	20.088
O	8.492	-0.406	-3.409
O	-8.955	1.327	-5.66
O	8.691	7.216	-3.45
O	13.78	8.192	20.296
O	-0.044	8.213	16.747
O	7.347	-4.494	-5.288
O	6.619	-5.992	-1.161
O	9.385	4.819	-2.399
O	5.044	5.856	-6.149
O	4.384	0.875	-1.447
O	-1.757	0.035	-6.395
O	8.331	-2.711	-0.312
O	8.936	0.527	17.127
O	8.091	2.62	-6.251
O	11.888	3.256	-6.779
O	18.519	-5.862	16.642
O	10.756	-1.756	-3.886
O	5.695	5.376	19.112
O	13.57	8.168	-0.307
O	6.44	7.774	-1.801
O	1.523	1.327	-5.58
O	9.658	7.285	17.653
O	15.087	-2.151	-2.458
O	9.819	-6.728	-2.967
O	15.939	-5.815	-3.439
O	4.727	-6.761	-2.728
O	20.834	-1.9	-5.61
O	18.056	-4.521	-2.535
O	12.801	7.977	-5.055
O	0.834	4.232	-1.327
O	12.597	1.053	-5.54
O	6.784	-4.423	20.265
O	47.104	-1.485	-2.168
O	5.622	6.071	-3.613
O	8.747	7.052	20.166
O	17.423	-1.829	-3.771
O	17.612	-7.449	-4.624
O	4.123	-4.517	-1.326
O	-37.222	3.555	-4.512
O	34.258	-6.559	-1.332
O	9.805	2.304	-1.384
O	7.51	3.267	-1.25
O	4.042	6.76	-1.6
O	48.849	-2.194	19.977
O	9.007	-7.429	-5.464
O	-54.467	-6.652	-2.996
O	11.505	-6.638	-0.987
O	12.294	5.446	-5.47
O	6.848	-0.935	-1.356
O	12.637	-3.29	-2.812
O	10.945	0.223	-0.398
O	4.616	1.419	17.605
O	15.105	1.299	-1.081
O	13.392	3.115	-0.214
O	32.563	-5.95	20.336
O	-1.09	6.629	-1.445
O	8.452	2.859	-3.701
O	-12.927	-7.051	-5.874
O	9.777	-4.719	-1.166
O	19.73	-6.35	-3.378
O	15.845	-4.603	-1.076
O	17.71	-2.249	17.488
O	-20.238	-2.959	19.543
O	19.1	-0.038	16.833
O	20.382	2.102	17.668
O	19.014	5.549	16.706
O	17.16	3.743	17.346
O	20.7	7.457	17.516
O	21.455	2.038	20.012
O	19.912	-6.619	18.712
O	28.372	-4.038	-5.486
O	20.334	-4.287	17.623
O	21.896	-2.574	16.729
O	23.682	-0.953	17.779
O	31.777	1.54	17.895
O	27.156	2.713	16.97
O	28.834	4.505	17.895
O	25.333	-7.408	-5.717
O	22.453	3.627	17.946
O	24.262	5.348	17.032
O	21.689	-8.029	19.866
O	22.394	-6.869	17.645
O	24.365	-5.351	16.8
O	28.883	3.564	-3.193
O	25.694	-3.726	-3.724
O	-39.265	-4.355	17.827
O	29.869	0.002	16.897
O	28.143	-0.317	-5.359
O	34.263	-0.733	-1.337
O	27.263	-7.552	17.381
O	32.732	-1.649	-5.842
O	30.55	6.511	17.795
O	17.735	-1.123	-6.304
O	28.613	-5.381	17.4
O	-5.661	-2.159	-5.337
O	25.924	-1.538	19.144
O	35.196	-1.067	-6.447
O	30.25	-2.428	-6.112
O	35.413	0.879	-3.173
O	34.548	-1.453	-3.881
O	26.613	7.143	-1.43
O	-60.743	-7.701	-3.399
O	-20.315	-5.609	19.686
O	26.475	4.665	-2.563
O	28.886	7.148	-6.093
O	37.002	-3.217	-3.944
O	31.398	-6.848	-5.372
O	-12.634	7.219	-1.571
O	-57.975	3.568	-1.519
O	31.283	2.966	-4.144
O	30.618	-7.861	20.278
O	23.93	0.659	-3.056
O	30.157	-6.369	-3.077
O	15.838	0.212	-3.283
O	24.204	4.097	-3.803
O	29.659	4.67	-5.429
O	35.266	-5.473	19.981
O	29.429	-2.639	-3.52
O	21.853	6.354	-3.881
O	-47.736	1.484	-2.465
O	32.481	5.032	-3.203
O	22.488	4.511	-5.696
O	28.218	-6.659	-6.009
O	18.648	-3.401	-5.585
O	18.812	5.206	-6.096
O	35.742	8.137	-0.117
O	32.221	-2.637	17.136
O	19.644	6.715	20.19
O	31.962	-1.753	19.718
O	39.703	1.583	18.742
O	40.983	4.731	-6.907
O	32.713	-5.861	-3.336
O	37.981	-0.909	20.083
O	-22.258	5.464	-3.745
O	26.004	7.043	-4.014
O	31.441	6.521	-5.917
O	16.617	-7.806	16.514
O	33.936	2.876	-3.627
O	22.97	-6.396	-1.497
O	28.383	6.173	-3.116
O	21.443	6.691	-6.48
O	23.154	-0.448	-5.774
O	65.422	-4.541	-6.394
O	22.241	4.333	-1.299
O	24.623	-2.556	-0.288
O	25.633	0.753	17.738
O	18.099	3.748	-3.814
O	-23.312	8.125	20.198
O	33.81	-6.205	18.02
O	42.536	7.012	18.149
O	-3.083	-7.659	-4.367
O	30.139	8.102	-0.19
O	19.432	7.293	-3.494
O	-25.888	-4.504	-5.25
O	-31.951	4.451	-1.457
O	19.201	2.705	-5.914
O	26.027	6.764	18.187
O	29.153	2.083	-5.335
O	27.778	-5.128	-3.136
O	-40.612	-6.216	19.378
O	25.275	-5.994	-2.647
O	36.5	3.363	-3.279
O	39.192	-4.311	-6.52
O	-8.742	3.793	-1.267
O	37.594	-1.059	-2.613
O	-52.053	-2.539	19.365
O	18.943	2.807	0.058
O	17.238	4.165	-1.354
O	30.109	0.379	-3.577
O	24.401	0.39	20.003
O	29.062	-5.481	19.997
O	-13.405	4.633	-3.601
O	26.208	-5.093	-6.623
O	-24.595	-0.434	19.694
O	33.932	7.086	-2.527
O	20.308	-3.709	-3.64
O	-18.747	-7.775	-5.909
O	21.298	-4.443	-5.886
O	27.505	0.092	0.121
O	24.603	3.456	-1.194
O	20.982	6.887	-1.411
O	47.516	7.458	-7.107
O	23.885	6.726	-5.523
O	24.63	-8.008	-0.302
O	50.827	-4.739	-3.097
O	53.481	6.155	-3.731
O	23.933	-1.906	-3.344
O	28.839	-1.607	-1.197
O	30.431	-3.649	-1.176
O	30.3	5.112	20.033
O	31.428	1.095	-1.303
O	30.02	2.835	-0.134
O	39.511	-2.161	-4.081
O	28.438	4.77	-0.897
O	15.219	6.376	-1.166
O	-32.225	-6.087	20.603
O	27.773	-1.488	17.396
O	26.44	-4.144	-1.183
O	-6.448	2.873	-2.452
O	55.565	-7.229	17.581
O	34.095	-1.419	18.173
O	41.253	-5.175	-5.306
O	35.453	0.2	16.881
O	37.259	1.862	17.748
O	35.355	5.359	17.009
O	33.811	3.266	17.537
O	37.347	6.872	17.853
O	35.473	3.381	20.543
O	36.623	-7.075	18.401
O	44.694	-7.221	17.729
O	-54.42	-4.002	-3.246
O	39.427	-0.935	17.798
O	-41.476	-1.862	-6.262
O	50.778	2.546	20.361
O	43.689	2.692	17.055
O	45.587	4.447	17.647
O	43.502	-6.531	-5.187
O	38.836	3.91	18.068
O	40.735	5.464	17.104
O	39.168	-7.461	17.85
O	40.851	-5.502	17.122
O	42.763	-3.847	18.035
O	41.927	-1.641	-5.192
O	44.941	-1.522	17.92
O	46.37	0.11	16.542
O	48.371	1.735	20.288
O	50.486	-2.794	-1.171
O	44.833	6.34	19.283
O	44.515	-0.969	-5.752
O	47.101	6.594	17.877
O	-28.973	3.187	-3.341
O	46.323	-5.442	16.907
O	0.752	2.842	-3.557
O	46.21	-2.381	19.983
O	51.739	-3.026	-5.895
O	51.433	-2.448	19.739
O	-36.487	4.534	17.738
O	48.744	0.19	-3.334
O	45.234	-2.088	-0.466
O	40.871	8.176	0.117
O	48.143	-6.367	-6.894
O	59.241	-2.442	-2.703
O	40.935	2.146	-7.1
O	42.198	6.935	-7.121
O	43.984	-7.205	-0.836
O	49.429	-7.012	-3.505
O	39.535	-2.964	19.485
O	-40.094	0.928	-1.453
O	42.403	4.354	-2.665
O	48.707	-5.618	-0.112
O	-33.119	4.897	20.014
O	40.654	-0.573	19.952
O	45.156	-3.379	-2.644
O	31.297	-1.402	-2.111
O	39.606	7.002	-6.47
O	41.723	-3.138	-3.031
O	-11.388	4.972	20.198
O	35.656	5.782	-3.88
O	41.553	1.953	-3.331
O	44.072	4.259	-0.706
O	38.048	-7.489	-5.263
O	45.73	-5.078	-4.587
O	39.324	4.857	-1.029
O	33.916	7.225	-5.195
O	49.848	-7.74	-1.08
O	47.727	-3.752	18.228
O	-4.768	-1.522	17.454
O	50.194	-4.66	20.543
O	54.283	5.71	20.464
O	-23.126	1.462	-5.482
O	-49.627	-1.632	19.256
O	-27.026	-1.646	19.439
O	41.072	-7.567	-4.367
O	45.996	-7.429	-5.599
O	32.455	8.169	17.04
O	49.586	4.975	20.229
O	42.305	-5.703	-3.001
O	37.547	-4.401	-1.043
O	-41.363	3.084	-1.162
O	41.458	3.724	-0.25
O	39.968	-6.77	-7.008
O	39.327	0.996	-2.403
O	65.116	1.857	-4.045
O	43.634	2.689	20.289
O	40.765	-2.659	0.114
O	42.114	0.967	18.239
O	37.063	4.473	-5.598
O	64.914	3.999	19.194
O	50.9	-6.452	18.101
O	42.721	7.667	-2.799
O	45.976	2.183	19.377
O	38.212	7.888	20.095
O	46.169	8.128	0.251
O	-42.614	3.689	17.881
O	62.737	2.587	-3.394
O	41.322	-0.617	-2.862
O	33.193	7.888	20.608
O	-15.622	6.042	-3.414
O	44.139	2.511	-3.504
O	43.865	-3.375	-5.014
O	47.258	-3.908	-6.994
O	39.932	-4.802	-2.152
O	49.693	6.67	-2.827
O	52.901	-0.686	-5.254
O	47.034	-0.177	19.097
O	52.74	-3.894	-1.447
O	-14.338	-7.193	-1.128
O	35.531	2.801	-0.189
O	-6.266	5.873	20.046
O	35.876	-7.907	-3.811
O	44.596	0.059	19.951
O	50.303	3.758	18.011
O	-18.277	-1.485	18.499
O	35.821	2.187	-5.488
O	-60.481	1.013	-1.183
O	-1.978	-3.651	-1.84
O	35.687	-2.671	-0.253
O	48.012	1.808	17.676
O	17.756	4.991	19.598
O	41.492	1.132	-0.867
O	-12.265	-1.753	-5.543
O	38.202	5.407	-3.343
O	37.733	6.834	-1.129
O	67.958	-3.888	-6.042
O	38.874	-6.624	-0.637
O	-44.896	-6.593	18.312
O	-27.345	5.473	-0.501
O	39.058	-0.772	-0.52
O	47.513	-0.457	-5.598
O	43.518	-0.146	0.032
O	7.324	4.867	-5.115
O	-17.715	-1.092	-3.141
O	46.03	2.772	0
O	33.064	4.183	-5.623
O	42.328	6.163	-0.655
O	31.864	6.342	-1.053
O	44.5	-5.249	19.535
O	42.294	-4.466	-0.815
O	58.038	-2.283	-5.931
O	47.134	-3.834	-1.033
O	50.01	-1.594	17.72
O	59.157	-4.661	20.263
O	51.917	0.037	16.96
O	53.86	1.645	17.854
O	51.934	5.484	16.923
O	-54.061	-0.439	-0.343
O	-42.211	1.126	17.938
O	54.362	3.099	19.995
O	-55.508	-7.414	-5.345
O	60.323	-6.068	-6.795
O	52.835	-5.017	17.245
O	54.409	-2.906	16.743
O	56.134	-1.471	17.799
O	66.803	2.032	19.356
O	59.924	2.76	16.783
O	61.306	4.863	17.602
O	57.727	5.399	-6.25
O	55.642	3.577	17.731
O	57.248	5.467	16.816
O	55.422	7.869	19.856
O	1.421	-3.216	-2.666
O	57.185	-5.376	16.845
O	58.177	-3.152	17.887
O	58.107	-4.53	-3.887
O	61.061	-1.412	17.92
O	62.807	0.104	16.816
O	64.655	1.78	17.74
O	-62.346	-3.089	-3.612
O	58.962	-7.32	19.508
O	64.373	-2.648	-3.618
O	63.998	5.949	17.514
O	62.656	-5.444	16.713
O	60.804	-7.052	17.672
O	64.156	-6.852	-7.061
O	67.245	-3.142	19.926
O	66.731	1.549	-6.11
O	-29.022	-7.906	-3.207
O	56.223	1.393	19.145
O	57.81	6.706	-1.35
O	46.96	4.848	19.803
O	52.631	4.595	-5.764
O	58.091	0.924	17.406
O	55.589	4.186	-5.11
O	62.734	5.328	19.72
O	61.154	-6.092	-4.423
O	56.628	-2.909	20.085
O	60.398	-4.666	-2.436
O	60.448	-0.503	-3.83
O	-61.383	-5.414	-4.348
O	61.256	3.207	-1.26
O	57.919	-0.79	19.378
O	62.221	6.924	-3.82
O	45.742	0.461	-4.042
O	-5.809	2.133	-5.646
O	-54.768	5.84	-0.715
O	-48.46	-7.767	-3.583
O	65.054	6.609	19.769
O	55.026	8.01	-2.8
O	49.43	1.343	-5.63
O	-24.321	2.127	-3.341
O	-17.395	4.181	-5.315
O	48.794	4.239	-3.561
O	65.102	-5.324	-0.465
O	64.424	-3.59	17.332
O	-28.92	6.526	20.548
O	64.893	-2.307	19.511
O	-56.587	-5.498	-3.613
O	51.83	-2.295	-3.396
O	-10.031	7.543	-3.882
O	64.087	1.764	-1.463
O	-56.183	-2.697	17.124
O	57.584	-7.892	-3.285
O	-13.619	-2.686	-0.629
O	49.085	8.188	17.123
O	66.286	8.157	-6.436
O	60.371	-3.731	-5.677
O	-22.952	-4.129	17.984
O	57.171	5.875	-3.773
O	52.151	4.566	19.68
O	53.051	0.812	-1.339
O	-54.818	7.076	20.319
O	-8.331	0.417	19.675
O	56.815	-2.646	-0.23
O	-14.917	4.724	-1.361
O	67.648	-5.664	19.713
O	56.981	2.25	-6.04
O	67.368	-6.702	17.383
O	59.655	6.832	-3.208
O	61.719	1.022	-5.534
O	-46.878	-0.057	-6.332
O	62.663	7.899	-0.386
O	51.292	4.791	-3.563
O	-42.597	-1.798	-1.777
O	60.251	2.084	-3.523
O	58.922	7.37	17.493
O	55.952	-6.013	-3.916
O	-61.297	1.629	-3.565
O	-60.204	-3.175	-5.279
O	-38.944	-7.068	-1.684
O	-35.735	-4.009	-3.041
O	51.498	2.632	-0.307
O	49.981	4.539	-1.252
O	61.069	4.613	-3.41
O	-61.427	3.906	-4.965
O	12.618	-7.612	17.899
O	-47.594	4.441	20.698
O	-56.708	2.098	-3.483
O	66.631	6.732	-2.552
O	49.233	-0.569	-0.839
O	59.144	0.9	-5.633
O	58.025	1.966	-1.222
O	56.079	3.725	-1.25
O	-16.239	7.806	20.373
O	54.339	5.36	-0.283
O	55.649	6.863	-5.748
O	56.327	-6.749	-1.285
O	61.383	-6.886	-1.814
O	60.132	4.767	19.925
O	55.603	1.155	-1.396
O	30.929	-4.414	-4.636
O	59.599	0.118	-0.265
O	61.285	-1.336	-1.394
O	-39.018	-4.58	20.465
O	-56.475	0.524	-6.689
O	-46.279	4.434	-5.366
O	59.76	5.254	-0.437
O	47.328	6.045	-0.804
O	56.578	2.4	-3.468
O	-45.829	6.37	-7.179
O	13.119	0.7	19.772
O	45.047	6.936	-1.897
O	66.684	-1.858	17.631
O	-58.55	-1.175	-6.199
O	-62.502	0.189	16.74
O	-60.647	4.739	18.704
O	-62.49	5.511	16.527
O	66.541	3.541	17.275
O	-60.674	7.463	17.052
O	-59.63	2.597	19.7
O	-60.913	-6.94	18.77
O	-50.443	-5.091	-5.73
O	-61.599	-4.645	17.575
O	-59.991	-2.796	16.583
O	-58.286	-1.058	17.26
O	-49.793	3.833	-5.524
O	-54.762	2.344	16.543
O	-52.948	3.273	17.81
O	-1.294	4.34	-2.763
O	-58.678	3.557	17.486
O	-57.102	5.457	16.703
O	-59.471	7.114	19.293
O	-58.618	-7.267	17.633
O	-57.229	-5.196	16.677
O	-54.023	-0.794	19.702
O	-53.155	-3.417	-5.501
O	-51.744	0.027	16.623
O	-50.153	1.98	17.462
O	-46.379	-2.842	-0.536
O	-51.29	6.628	20.43
O	-54.03	1.794	-6.571
O	-50.6	7.248	18.056
O	-36.041	5.812	-4.247
O	-51.857	-5.273	16.7
O	-54.177	-5.871	17.739
O	-50.834	-7.147	20.102
O	-48.261	-3.643	-6.053
O	-47.14	-2.538	19.871
O	11.86	-4.979	20.075
O	-49.929	0.759	-1.212
O	-58.601	0.261	20.044
O	-56.484	7.604	-1.317
O	67.888	6.261	-5.419
O	-49.385	2.71	19.812
O	-56.017	0.077	17.284
O	-52.916	8.098	18.853
O	-52.728	4.722	-1.473
O	-47.638	6.735	-5.347
O	20.707	2.179	-1.573
O	-52.333	3.468	-5.023
O	-50.74	-4.716	-1.099
O	-51.317	5.939	-5.103
O	-56.805	-1.488	19.335
O	-51.823	-6.619	-2.729
O	65.547	-0.577	-4.883
O	-60.477	6.068	-3.967
O	-61.39	0.759	20.082
O	-50.331	-2.256	-5.258
O	-52.902	-5.987	-5.723
O	-57.485	-7.884	-3.747
O	-60.435	5.762	-6.645
O	-54.887	3.922	-5.43
O	-58.929	7.094	-2.157
O	-53.202	7.413	-2.22
O	-10.118	-3.237	-5.525
O	20.408	-4.754	-1.302
O	-48.448	-6.625	-1.161
O	-50.22	-3.584	17.675
O	-48.916	-7.924	16.672
O	-46.266	-4.984	19.902
O	-40.699	5.588	-6.736
O	-8.663	4.996	20.451
O	-59.196	0.116	-3.373
O	-10.893	5.125	-4.546
O	64.505	5.583	-3.469
O	-15.319	5.316	20.005
O	-51.086	-7.75	-5.419
O	65.378	8.08	16.706
O	-59.889	5.161	-0.463
O	-61.906	6.637	20.02
O	-59.93	-5.34	-0.375
O	-57.748	-3.577	-6.274
O	-41.2	-3.519	19.34
O	-7.4	-0.65	-6.611
O	-53.469	7.326	-5.562
O	61.881	-2.673	-3.374
O	-59.134	3.17	-3.826
O	-56.974	-2.924	-0.32
O	-51.811	-3.987	-3.324
O	-6.528	-5.81	-3.093
O	-25.899	1.695	18.955
O	-47.321	-6.06	17.649
O	-54.248	0.755	-3.506
O	-54.494	-3.387	19.003
O	-6.508	-1.84	-2.801
O	-51.677	8.186	0.064
O	16.982	-0.45	19.497
O	23.583	-5.685	-6.612
O	41.398	6.223	-4.706
O	-36.775	-3.275	20.207
O	-55.17	7.093	17.697
O	-51.796	-0.032	-4.705
O	64.139	1	-6.434
O	-48.262	6.009	-2.95
O	-35.788	-0.193	-5.235
O	-34.17	-3.279	-1.159
O	-43.506	-2.207	-4.39
O	-53.244	-5.278	20.077
O	-45.443	-3.772	-3.789
O	30.686	0.087	-6.114
O	68.038	2.647	-0.562
O	66.237	4.279	-1.629
O	-17.378	6.181	17.59
O	-31.935	1.295	-5.539
O	-6.005	6.996	-0.978
O	66.46	-7.249	-1.424
O	5.224	-4.448	-3.671
O	67.227	-7.268	-3.828
O	-48.875	4.38	-1.041
O	-61.344	-3.275	-1.242
O	-56.583	-0.462	-3.033
O	-58.189	-2.316	-3.897
O	-55.63	1.36	-1.345
O	-5.096	0.05	-4.042
O	-61.413	6.916	-1.544
O	11.161	6.574	-3.46
O	-57.581	-6.113	-5.936
O	-58.18	-6.805	-1.423
O	-53.467	-6.577	-0.778
O	-35.023	-1.435	-3.025
O	-58.571	-1.336	-1.432
O	-36.285	-6.151	-1.505
O	-52	-2.541	-0.318
O	-14.487	-0.342	-5.909
O	64.35	-5.018	19.454
O	-51.562	2.64	-0.461
O	-10.259	3.93	17.508
O	-26.812	7.064	-3.829
O	64.591	6.145	-0.952
O	-26.893	4.497	-4.38
O	37.129	0.954	-1.011
O	-55.591	-4.942	-1.184
O	-47.072	-5.555	-3.088
O	-33.863	7.994	-5.157
O	8.83	-7.089	-0.505
O	-5.705	-7.967	20.07
O	-46.212	0.065	16.725
O	-44.61	1.941	17.75
O	-46.384	5.444	16.789
O	-48.331	3.855	17.668
O	-44.648	7.151	17.666
O	-43.22	2.203	20.094
O	-40.959	-2.34	-3.748
O	-45.448	-4.186	17.553
O	-43.49	-2.711	16.682
O	-41.309	-1.161	17.096
O	-35.704	5.23	20.181
O	-38.041	2.595	16.88
O	14.646	-1.124	18.517
O	-38.209	5.405	19.617
O	-30.706	6.593	-2.076
O	-40.834	5.447	16.914
O	-43.842	8.037	19.934
O	-40.941	-5.683	16.571
O	-19.139	0.181	16.445
O	-17.998	-1.701	-5.757
O	-40.126	-8.041	-3.747
O	-36.856	-1.999	17.811
O	-35.416	-0.148	16.717
O	-33.615	1.139	17.948
O	-32.814	0.001	-0.439
O	-22.949	-5.622	-6.237
O	-34.687	2.938	19.455
O	-33.616	6.221	17.79
O	51.479	6.985	-5.19
O	-35.278	-5.44	16.715
O	-36.608	7.064	18.48
O	-17.662	7.673	-3.663
O	-39.666	0.757	17.815
O	-32.111	-2.963	19.722
O	-34.58	-2.181	19.157
O	-31.559	-0.707	-3.806
O	-28.755	7.703	-0.819
O	-39.619	6.783	-1.59
O	65.302	-0.201	-0.435
O	-16.255	-5.514	-0.478
O	-41.252	-0.693	19.571
O	-55.878	6.324	-5.347
O	-34.924	3.502	-3.342
O	20.866	0.732	-5.862
O	-22.31	0.203	-3.303
O	-42.108	7.718	-0.838
O	-36.069	1.087	-2.919
O	-28.689	-4.275	-1.62
O	-34.956	4.138	-5.914
O	-36.548	-0.774	20.181
O	-36.568	-2.274	-1.158
O	-21.763	2.339	16.341
O	-43.472	7.462	-3.1
O	-40.402	-5.188	-2.798
O	-28.459	-6.963	18.479
O	10.38	-2.875	20.388
O	-29.867	-5.257	19.812
O	-45.859	3.489	-3.013
O	-6.908	4.448	-6.06
O	-42.164	-6.472	-4.119
O	-35.416	-6.478	-3.971
O	36.226	-5.544	-4.882
O	46.335	-7.254	19.783
O	-32.617	-5.392	-0.487
O	-33.327	-3.692	17.415
O	-43.242	6.271	-7.119
O	32.888	2.949	19.899
O	-26.899	6.291	-6.335
O	-45.697	-2.842	-6.18
O	-10.021	6.934	19.058
O	-32.298	1.892	20.058
O	-0.617	6.604	-4.042
O	-37.728	7.485	-3.315
O	-35.058	-6.358	-6.572
O	-50.827	4.384	18.544
O	-5.389	-2.535	19.822
O	-24.096	1.768	-0.836
O	-42.505	-6.172	-1.431
O	-42.753	-4.156	-2.968
O	-1.239	-3.49	17.498
O	-31.662	6.786	-6.055
O	-45.173	1.319	-1.71
O	-23.036	-3.701	-4.418
O	-12.127	2.032	17.386
O	-40.733	-3.01	-0.472
O	-44.278	0.645	-6.109
O	-8.882	-0.961	-1.479
O	-37.386	1.649	-6.217
O	-30.812	-6.285	17.529
O	-19.883	1.313	-5.688
O	-12.072	1.009	-1.669
O	66.972	-1.986	-1.43
O	-35.272	8.068	-0.45
O	-32.683	-2.994	-3.584
O	-18.838	-5.756	-3.173
O	-30.595	-6.264	-5.828
O	-47.974	2.303	-6.541
O	-39.026	7.39	17.459
O	54.511	-0.368	-3.274
O	-25.778	3.632	-1.559
O	-32.634	-5.555	-4.258
O	-30.129	2.863	-0.432
O	-28.354	-0.278	-6.25
O	-24.257	-5.696	19.77
O	54.703	-1.194	-0.857
O	-3.049	6.263	-3.19
O	-13.292	1.159	-4.116
O	-46.674	3.046	-0.604
O	-31.434	-1.92	-1.42
O	-42.788	0.862	-0.96
O	-7.995	-4.563	-4.906
O	-46.454	8.196	-0.355
O	-30.288	4.331	20.295
O	-46.081	7.514	-3.363
O	-8.934	-2.906	-3.155
O	-45.071	-4.903	-1.446
O	-11.538	7.342	17.002
O	-1.865	6.485	17.574
O	47.332	1.027	-1.253
O	-41.733	1.568	-3.346
O	-44.586	6.535	-1.002
O	-42.521	5.266	-1.596
O	-38.372	6.24	-5.604
O	-32.622	6.041	-3.723
O	-39.565	2.368	-4.719
O	-28.022	1.788	17.455
O	-16.218	8.197	16.631
O	-20.764	-1.418	17.596
O	-38.08	-0.251	-0.438
O	16.179	5.418	-3.376
O	-34.328	2.012	-1.201
O	66.892	-0.543	19.83
O	26.104	-3.595	17.554
O	-38.026	5.222	-0.416
O	-50.256	6.536	-1.328
O	63.504	-3.253	-1.182
O	-31.56	-7.885	-3.991
O	-38.637	-4.558	-1.011
O	-16.21	2.895	19.664
O	-30.072	-2.839	-3.349
O	-30.89	-1.853	17.849
O	-22.308	6.848	17.148
O	-29.763	0.034	16.629
O	-23.334	-3.242	-7.167
O	-29.799	5.396	16.62
O	-31.858	4.252	17.693
O	-27.962	7.001	17.49
O	16.654	3.81	-5.891
O	34.677	-3.469	-5.323
O	-18.26	-4.247	20.597
O	-28.863	-4.526	17.536
O	-27.194	-2.822	16.542
O	-25.417	-1.182	17.431
O	-18.43	4.044	18.658
O	47.498	7.953	-2.482
O	-18.08	5.173	-2.981
O	-19.838	6.355	18.077
O	-26.349	3.833	17.514
O	-24.468	5.4	16.579
O	-26.79	7.74	19.741
O	-26.098	-7.464	17.485
O	-24.549	-5.583	16.627
O	-24.939	-3.098	19.268
O	32.853	-4.473	-1.055
O	-4.813	-5.546	20.05
O	-17.254	0.964	-1.523
O	-26.369	-2.365	-3.967
O	-7.939	6.735	-5.425
O	-21.236	4.375	17.533
O	-18.549	1.755	19.916
O	-21.032	-3.75	-6.063
O	-61.51	-0.9	-2.586
O	-18.969	-5.437	16.71
O	-20.551	-7.239	17.751
O	10.794	0.799	-3.738
O	-16.355	-2.602	19.832
O	-10.772	0.445	-3.875
O	-16.496	-3.885	-6.118
O	-16.436	-4.419	-3.566
O	-28.185	-4.266	-4.234
O	-22.877	6.596	-1.473
O	-31.261	6.423	19.186
O	-18.262	6.232	20.11
O	-23.021	4.147	-5.914
O	-4.827	-0.071	-6.64
O	-20.845	4.805	-1.486
O	-14.14	-6.551	20.146
O	-14.159	-6.777	17.523
O	-1.56	-5.915	-5.684
O	-19.992	1.237	-3.063
O	-17.987	-3.892	-1.486
O	15.685	2.85	-3.105
O	56.063	-3.859	-5.484
O	53.469	-7.895	-5.955
O	-47.762	0.013	19.477
O	25.515	0.894	-1.095
O	-55.932	-5.434	19.725
O	-12.593	-4.675	-7.121
O	-2.725	2.9	-0.333
O	-4.15	-6.635	17.765
O	-47.775	-1.825	17.467
O	-17.763	1.883	-4.245
O	-29.484	0.839	-4.26
O	-20.189	-7.913	-3.717
O	25.944	2.301	-3.21
O	22.973	-5.424	-4.001
O	-20.787	8.114	20.274
O	-17.176	-3.667	17.541
O	23.546	2.165	-5.617
O	28.088	7.765	19.699
O	49.045	-4.872	-4.99
O	-18.815	-3.321	-3.908
O	-27.126	0.069	-3.837
O	-12.561	6.981	-4.662
O	-14.16	-7.824	-3.577
O	2.063	-3.191	20.004
O	53.309	-7.129	18.877
O	-32.514	8.227	16.687
O	60.925	7.107	19.093
O	-53.522	-1.731	17.332
O	-26.924	-5.898	-0.51
O	57.663	-5.959	-6.019
O	5.784	-0.242	-3.483
O	-28.089	-7.826	-5.635
O	-30.263	-5.516	-3.309
O	-19.055	2.843	-0.733
O	-20.445	-1.098	-1.765
O	-24.443	-2.727	-0.624
O	-44.745	-6.494	-3.534
O	-3.717	-6.993	-6.824
O	-49.514	0.164	-6.074
O	-11.951	-7.391	18.96
O	-12.06	-6.718	-2.481
O	-21.088	2.051	20.582
O	-33.714	0.717	-3.786
O	-18.992	8.141	-0.406
O	-14.488	-5.208	-5.219
O	-24.622	-0.386	-4.074
O	52.544	-4.88	19.773
O	-34.096	-4.015	-5.703
O	-37.848	-5.44	-3.422
O	-4.883	4.058	-4.172
O	-21.563	-5.67	-3.633
O	-1.622	2.013	17.555
O	-24.775	-7.986	-0.558
O	-2.937	0.095	16.509
O	-34.479	0.635	20.559
O	1.476	-0.935	-4.092
O	34.874	-4.467	-2.862
O	-3.272	-2.166	-0.37
O	-28.975	1.105	-1.69
O	-27.698	-2.78	-6.324
O	28.102	-3.32	19.125
O	-14.002	7.368	19.154
O	20.189	4.752	-2.673
O	-30.912	-7.233	-1.348
O	-5.328	-0.1	-0.362
O	60.308	5.891	-5.528
O	-12.504	-4.092	18.19
O	46.282	-2.383	-4.636
O	37.941	-2.772	16.894
O	-1.841	5.3	-5.949
O	27.879	-7.668	-3.236
O	-4.271	-4	17.969
O	6.055	5.32	-1.024
O	-42.61	-7.516	17.584
O	-22.566	6.869	-5.91
O	13.656	-3.519	-6.798
O	-20.682	-6.544	-1.436
O	-19.342	6.151	-4.995
O	-25.936	-0.955	-1.743
O	2.816	2.184	19.29
O	-22.007	0.171	-0.352
O	-4.092	-4.738	-3.001
O	-38.718	3.84	-6.662
O	52.89	7.198	-1.319
O	3.184	-1.072	19.148
O	33.996	4.798	-1.072
O	-33.33	6.617	-1.313
O	2.396	-5.665	19.994
O	2.696	-5.32	-3.402
O	-22.88	-4.407	-1.752
O	-41.887	1.805	-5.937
O	-7.964	-2.881	-0.264
O	-15.744	-1.45	17.575
O	22.783	-0.871	-1.204
O	-13.756	0.094	16.717
O	-5.883	-4.282	-1.056
O	-13.434	5.532	16.515
O	-14.741	7.395	-6.051
O	-9.706	-7.2	17.673
O	-11.053	2.503	19.662
O	-50.491	4.52	-3.145
O	-4.37	6.784	18.388
O	-13.477	-2.927	20.474
O	-10.862	-2.622	16.817
O	-8.925	-1.018	17.518
O	0.344	1.645	19.196
O	-5.408	2.743	16.69
O	-3.562	4.455	17.509
O	14.601	-0.964	-6.787
O	21.891	2.962	-3.661
O	-8.34	5.532	16.708
O	63.997	7.186	-5.629
O	-44.059	3.124	-5.205
O	-8.193	-5.329	16.733
O	2.655	-7.748	-0.49
O	0.085	-4.736	19.372
O	-36.459	8.032	-5.562
O	-0.675	2.007	-1.5
O	-31.363	1.781	-2.963
O	1.219	-0.945	-1.426
O	-20.146	-0.344	19.964
O	-15.048	3.949	17.678
O	12.063	3.549	17.829
O	-2.559	-5.399	16.299
O	33.446	-3.815	19.174
O	-9.784	-6.142	-1.262
O	-5.886	-6.124	-5.566
O	-3.888	-2.206	-3.323
O	-1.431	-0.278	18.871
O	62.725	-4.882	-6.134
O	-9.603	1.462	17.667
O	-8.094	-7.956	-0.262
O	-60.13	1.83	-5.855
O	-2.66	5.46	19.807
O	30.554	-4.122	18.186
O	44.956	-7.191	-3.204
O	-40.84	7.491	19.976
O	-36.613	3.238	-1.381
O	46.568	5.52	-3.31
O	-20.121	-1.078	-4.285
O	-2.388	-5.138	19.264
O	40.095	6.982	-2.533
O	-56.91	4.611	-3.735
O	-61.79	-7.593	-5.847
O	55.529	-1.195	-5.566
O	-8.829	2.032	-3.133
O	1.125	-5.625	-1.302
O	64.669	8.21	-3.323
O	-6.792	7.303	17.823
O	-29.76	1.749	20.588
O	-54.255	-0.613	-5.649
O	12.856	-1.094	-1.395
O	-23.659	2.018	20.202
O	3.541	-1.424	-2.59
O	-49.426	-0.362	-3.533
O	-22.018	5.89	19.525
O	-60.972	2.298	17.437
O	-15.645	-1.116	-1.424
O	-15.61	0.332	-3.554
O	43.709	-7.716	19.969
O	50.337	-0.021	19.833
O	46.609	3.024	-4.255
O	0.619	6.396	-6.315
O	-15.481	2.046	-5.529
O	62.977	-4.997	-2.956
O	-15.738	3.396	-3.4
O	-17.407	1.865	17.545
O	-53.246	-1.726	-3.461
O	-7.614	1.4	-0.858
O	31.414	4.08	17.948
O	-8.205	-7.067	-4.812
O	-27.501	2.12	-5.349
O	-50.016	-3.951	20.266
O	4.814	0.546	20.155
O	-23.244	4.012	-1.812
O	0.054	-5.243	-3.663
O	-4.091	6.58	-5.632
O	-49.598	-5.446	-3.241
O	-24.696	5.826	-4.815
O	-7.065	0.877	17.46
O	-10.004	-0.821	-6.594
O	-7.758	7.628	-2.871
O	1.875	-6.503	17.566
O	25.849	-1.824	-5.357
O	-40.257	-0.058	-4.849
O	-12.54	3.59	-5.87
O	-2.829	-8.022	-0.391
O	44.943	2.031	-5.984
O	36.125	-4.535	17.7
O	-1.488	-2.688	19.992
O	-13.541	3.425	19.835
O	-38.96	-2.304	-5.547
O	52.576	-7.711	-3.455
O	-5.269	7.585	-3.484
O	50.193	-1.076	-5.116
O	2.71	-2.643	-0.165
O	37.843	2.512	20.231
O	33.878	5.418	20.391
O	-4.309	4.171	-6.618
O	-39.094	-2.07	19.903
O	-18.47	-7.499	19.448
O	-13.564	2.754	-0.482
O	-11.524	2.89	-3.457
O	7.027	-6.57	-6.969
O	-1.976	-3.714	-4.403
O	0.271	-4.084	-5.981
O	-31.193	-0.468	20.093
O	-10.332	-5.04	-3.587
O	59.41	3.433	-6.075
O	-1.5	7.888	-6.277
O	10.113	-4.22	18.109
O	-38.466	-7.738	19.721
O	53.979	6.981	17.744
O	-29.082	4.119	-5.799
O	-37.245	-6.932	17.582
O	-55.363	-4.688	-5.847
O	32.815	0.338	-3.307
O	60.41	-2.28	20.341
O	43.448	-3.02	20.497
O	-4.783	-6.605	-1.287
O	-6.584	5.366	-2.845
O	37.962	-5.183	19.43
O	-44.6	7.959	-5.451
O	41.896	-5.177	20.042
O	-11.746	-4.36	-1.436
O	25.741	-7.335	19.585
O	63.115	-1.249	-5.579
O	37.811	-6.249	-2.954
O	-23.629	1.084	17.702
O	-16.958	6.751	-1.243
O	25.646	0.654	-5.833
O	-40.401	-6.723	-6.08
O	9.286	-5.271	20.4
O	-46.108	1.692	-4.643
O	-45.646	-0.983	-4.343
O	23.797	-7.865	-3.589
O	47.48	5.132	-5.685
O	2.779	2.78	-0.443
O	62.495	-3.201	19.156
O	-41.86	7.545	-5.416
O	54.297	-5.522	-0.289
O	23.698	-3.373	-5.463
O	6.464	3.568	17.371
O	63.547	-0.068	-3.278
O	19.112	-8.063	-0.264
O	-25.207	-6.828	-5.856
O	-52.63	3.64	20.442
O	58.87	1.526	19.832
O	3.146	-0.68	-6.111
O	-47.955	-0.957	-1.447
O	-19.759	3.591	-4.329
O	-53.286	5.568	18.762
O	-8.324	-0.45	-3.936
O	62.514	-0.689	20.077
O	-10.789	5.493	-0.652
O	6.863	7.482	-5.56
O	-34.179	-4.705	19.648
O	42.373	3.48	-5.178
O	26.437	-0.212	-3.406
O	-24.283	-5.791	-3.515
O	28.482	-6.388	-1.029
O	37.027	-2.828	-6.839
O	-27.911	3.317	19.572
O	-4.498	4.378	-1.5
O	37.517	-0.898	-5.192
O	-29.445	-2.367	20.13
O	-26.737	-6.623	-3.725
O	11.826	3.169	-4.153
O	51.217	-6.5	-5.235
O	-10.873	-3.062	20.041
O	-31.473	-3.83	-5.823
O	-3.309	1.649	-5.177
O	11.34	5.182	-0.154
O	58.187	-4.47	-1.274
O	-14.651	-2.668	-4.772
O	54.73	1.41	-5.138
O	-10.589	7.203	-6.303
O	21.676	-0.506	-3.608
O	-54.425	5.397	-3.333
O	-6.712	-3.335	17.606

Results
total energy: -751527.553 eV
total energy less fixed offsets of O -438.25, Si -107.07 eV per atom: 25.727 eV

Forces (eV/angstrom) on atoms 414 to 741 of the 3456, counted in the order above; the others are left out for length: element, x, y, z
Si	-0.057	0.097	0.056
Si	-0.06	0.116	0.031
Si	0.032	-0.155	-0.016
Si	-0.042	0.11	0.062
Si	-0.095	-0.018	-0.007
Si	0.046	0.032	-0.078
Si	-0.009	0.017	-0.049
Si	-0.053	-0.017	0.106
Si	-0.016	-0.045	0.131
Si	0.042	-0.029	0.07
Si	-0.077	0.022	-0.033
Si	0.046	-0.078	-0.012
Si	-0.017	0.038	-0.062
Si	-0.047	-0.126	0.175
Si	0.093	-0.039	-0.062
Si	0.076	0.112	0.033
Si	0.068	0.07	-0.153
Si	-0.023	-0.079	-0.031
Si	-0.032	0.022	-0.27
Si	-0.262	0.083	0.669
Si	0.246	-0.069	0.805
Si	-0.214	0.122	0.703
Si	0.143	-0.39	0.711
Si	-0.337	0.231	0.746
Si	0.101	-0.215	0.71
Si	-0.107	0.022	0.751
Si	-0.049	0.272	0.753
Si	-0.298	-0.136	0.706
Si	0.182	-0.135	0.753
Si	0.014	0.228	0.697
Si	0.177	-0.093	0.735
Si	0.071	0.04	0.736
Si	0.378	-0.234	0.735
Si	-0.172	0.166	0.767
Si	0.262	-0.191	0.667
Si	-0.121	0.386	0.608
Si	-0.203	0.186	0.837
Si	0	0.023	-0.029
Si	0.005	0.035	-0.044
Si	-0.001	0.034	-0.041
Si	-0.009	-0.025	-0.049
Si	0.003	0.014	-0.054
Si	-0.036	-0.031	-0.031
Si	0.003	0.009	-0.055
Si	-0.032	-0.014	-0.031
Si	0.001	-0.027	-0.049
Si	-0.032	-0.004	-0.049
Si	0.013	-0.009	-0.056
Si	0.007	0	-0.077
Si	0.006	0.017	-0.045
Si	-0.012	0.007	-0.035
Si	-0.023	-0.045	-0.026
Si	-0.008	0.026	-0.019
Si	0.008	-0.014	-0.039
Si	0.004	-0.028	-0.077
Si	-0.022	0.028	0.012
Si	0.063	0.009	0.001
Si	-0.007	-0.019	0.011
Si	0.016	0.043	0.015
Si	-0.044	-0.001	0.004
Si	0.012	-0.001	0.018
Si	-0.034	0.012	-0.004
Si	0.033	-0.003	0.035
Si	-0.004	0.036	0.042
Si	-0.024	-0.018	0.027
Si	-0.015	0.001	0.019
Si	-0.004	-0.005	0.045
Si	0.002	-0.042	0.028
Si	0.004	-0.04	0.021
Si	-0.028	-0.014	0.037
Si	-0.022	0.005	0.018
Si	0.02	-0.008	0.006
Si	0.016	0.004	0.008
Si	-0.006	0.012	0.024
Si	0.023	-0.04	-0.027
Si	0.008	-0.012	0.014
Si	0.006	-0.013	-0.027
Si	0.013	0.013	0.003
Si	-0.009	-0.017	-0.035
Si	0.025	-0.018	0.022
Si	0.006	0.005	-0.032
Si	-0.013	-0.037	0.013
Si	0.006	0.007	-0.014
Si	-0.003	-0.004	0.018
Si	0.015	-0.008	-0.006
Si	-0.006	0.019	-0.016
Si	-0.014	0.042	-0.026
Si	-0.017	0.001	0.032
Si	0.003	0.027	0.005
Si	-0.005	0.001	-0.01
Si	-0.019	0.021	0.019
Si	0.004	0.011	-0.016
Si	0.011	0.008	-0.018
Si	0.003	-0.009	-0.019
Si	0.012	-0.004	-0.008
Si	0.013	-0.009	0.001
Si	-0.017	0.01	0.005
Si	0	0.011	-0.011
Si	0.002	-0.006	-0.011
Si	0.004	0.006	-0.016
Si	-0.004	0.003	-0.004
Si	0.001	-0.006	0
Si	0	-0.001	-0.017
Si	0.005	-0.007	-0.005
Si	-0.003	-0.02	-0.007
Si	-0.001	-0.006	0
Si	-0.002	0.007	-0.003
Si	0.017	0.007	-0.011
Si	-0.021	-0.004	-0.007
Si	-0.005	-0.013	0.002
Si	0.015	-0.025	-0.012
Si	-0.013	0.013	0.033
Si	0.005	0.007	-0.009
Si	-0.001	0.014	-0.003
Si	0.033	0.007	0.015
Si	-0.001	-0.008	-0.005
Si	-0.017	0.013	0.003
Si	0.013	-0.018	0.016
Si	-0.006	0.002	-0.016
Si	-0.01	0.008	0.003
Si	0.007	0.004	-0.001
Si	-0.011	0.007	-0.009
Si	-0.004	0.002	-0.015
Si	-0.006	0.007	-0.016
Si	-0.001	0.001	0.018
Si	-0.011	-0.021	0.004
Si	-0.011	0.008	-0.018
Si	0.015	-0.01	-0.019
Si	0.001	0.012	-0.035
Si	0.024	0.005	-0.019
Si	0.003	-0.014	-0.014
Si	-0.005	-0.009	-0.009
Si	0.013	-0.024	-0.048
Si	0.001	0.052	-0.009
Si	0.003	-0.022	-0.021
Si	0.021	0.015	-0.018
Si	-0.001	0.01	-0.024
Si	0.006	0.008	-0.033
Si	-0.003	-0.008	-0.002
Si	-0.025	-0.018	-0.034
Si	0.026	0.021	-0.012
Si	-0.013	-0.007	0.007
Si	0.02	0.027	-0.039
Si	0.028	-0.003	-0.011
Si	-0.023	0.01	-0.021
Si	0.024	-0.022	0.042
Si	-0.005	-0.02	0.039
Si	-0.029	-0.012	0.04
Si	-0.003	0.022	0.062
Si	-0.009	0.018	0.062
Si	-0.043	-0.004	0.055
Si	0.013	-0.002	0.059
Si	0.016	0.001	0.056
Si	0.008	0.008	0.041
Si	0.001	-0.034	0.047
Si	0.023	-0.016	0.045
Si	-0.002	0.008	0.066
Si	-0.012	0.029	0.06
Si	-0.043	0.011	0.038
Si	-0.03	0.004	0.057
Si	0.022	0.001	0.068
Si	-0.015	0.017	0.047
Si	0.003	-0.019	0.03
Si	-0.332	-0.278	-0.743
Si	0.216	0.168	-0.723
Si	-0.18	0.043	-0.678
Si	0.022	0.264	-0.702
Si	0.246	0.104	-0.782
Si	-0.062	-0.148	-0.704
Si	0.21	0.023	-0.772
Si	-0.306	-0.162	-0.718
Si	-0.071	-0.27	-0.685
Si	0.201	0.167	-0.7
Si	-0.158	-0.042	-0.669
Si	0.06	0.142	-0.697
Si	-0.314	-0.286	-0.69
Si	0.249	0.192	-0.662
Si	0.004	0.118	-0.734
Si	-0.042	-0.182	-0.753
Si	-0.144	-0.114	-0.758
Si	0.323	0.274	-0.66
Si	0.052	0.059	-0.094
Si	-0.107	0.175	-0.09
Si	0.026	0.081	0.117
Si	0.031	0.012	-0.013
Si	0.037	0.073	0.015
Si	0.006	0.039	0.193
Si	-0.01	0.049	0.011
Si	-0.097	0.038	-0.054
Si	0.011	0.002	-0.087
Si	-0.103	-0.115	-0.003
Si	-0.053	0.104	0.076
Si	-0.046	0.091	0.015
Si	0.101	0.005	0.144
Si	0.025	-0.091	-0.08
Si	-0.075	-0.007	0.033
Si	-0.114	-0.035	-0.103
Si	-0.002	-0.006	0.09
Si	-0.059	-0.023	0.117
Si	0.001	-0.001	0.076
Si	-0.02	0.007	0.105
Si	-0.082	-0.042	0.205
Si	-0.05	0.077	0.02
Si	0.034	-0.013	0.002
Si	-0.131	-0.045	0.209
Si	0.021	-0.031	-0.015
Si	-0.01	-0.034	-0.049
Si	0.083	-0.035	0.012
Si	-0.069	-0.007	-0.001
Si	0.046	0.098	-0.061
Si	-0.084	-0.012	-0.051
Si	-0.068	0.009	-0.016
Si	-0.133	0.059	-0.032
Si	-0.042	-0.116	-0.185
Si	-0.065	-0.16	0.027
Si	0.074	0.058	0.083
Si	-0.06	-0.027	0.152
Si	0.096	0.032	0.052
Si	-0.014	0.126	-0.041
Si	0.025	-0.098	-0.012
Si	0.06	-0.05	0.032
Si	-0.072	-0.035	0.006
Si	0.063	-0.047	0.036
Si	0.071	-0.086	0.031
Si	-0.072	0.017	0.102
Si	-0.036	-0.119	-0.204
Si	-0.02	0.021	0.03
Si	0.168	0.098	-0.117
Si	-0.031	0.11	-0.157
Si	0.115	-0.021	0.196
Si	-0.006	-0.112	-0.06
Si	0.065	-0.004	0.174
Si	-0.003	0.005	-0.061
Si	0.162	0.071	0.038
Si	-0.063	-0.12	-0.039
Si	0.233	-0.013	0.743
Si	0.252	-0.145	0.715
Si	-0.18	0.122	0.74
Si	-0.224	0.2	0.705
Si	0.371	-0.053	0.636
Si	-0.354	0.193	0.745
Si	-0.013	0.226	0.677
Si	-0.287	0.12	0.671
Si	0.142	-0.27	0.746
Si	-0.031	0.238	0.696
Si	0.126	-0.309	0.702
Si	0.348	-0.084	0.769
Si	0.163	-0.25	0.745
Si	-0.319	0.118	0.712
Si	0.217	-0.047	0.6
Si	0.078	-0.105	0.717
Si	-0.383	0.349	0.746
Si	-0.193	0.032	0.651
Si	-0.039	0.023	-0.035
Si	-0.005	-0.022	-0.039
Si	0	-0.003	-0.075
Si	-0.004	0.037	-0.04
Si	-0.019	0.014	-0.034
Si	-0.024	-0.028	-0.031
Si	-0.018	0.025	-0.031
Si	0.005	-0.003	-0.04
Si	-0.023	0.007	-0.051
Si	0.022	-0.013	-0.043
Si	-0.004	0.002	-0.093
Si	-0.029	-0.018	-0.072
Si	0.049	-0.003	-0.066
Si	0.013	0.006	-0.058
Si	-0.036	0.025	-0.029
Si	0.003	0.022	-0.04
Si	0.008	-0.026	-0.038
Si	-0.005	0.016	-0.04
Si	0.025	0.002	0.03
Si	-0.01	0.011	0.04
Si	0.016	-0.021	-0.007
Si	0	0.02	0.005
Si	0.004	-0.026	0.017
Si	-0.002	0.022	0
Si	-0.001	0.021	0.007
Si	-0.005	-0.002	0.029
Si	-0.008	-0.004	0.035
Si	0.023	-0.05	-0.002
Si	0.032	0.029	0.035
Si	0.008	-0.023	0.021
Si	-0.011	-0.038	0.028
Si	0.005	-0.015	0.003
Si	0.004	0.035	0.028
Si	-0.042	0	0.023
Si	0.026	0.036	0.016
Si	-0.011	0.023	0.032
Si	-0.013	0.04	-0.006
Si	-0.002	-0.025	-0.033
Si	-0.029	0.007	0.012
Si	0.032	0.011	0.007
Si	-0.014	0.026	-0.029
Si	-0.006	-0.035	-0.018
Si	0.007	-0.012	0.012
Si	-0.002	-0.01	0.015
Si	0.006	-0.016	-0.016
Si	-0.004	0.018	0.004
Si	-0.013	-0.031	0.007
Si	-0.002	0.015	-0.01
Si	0	0.007	-0.014
Si	-0.008	0.009	0.024
Si	0.011	0.025	0
Si	-0.002	0.003	-0.01
Si	-0.015	0.016	0.011
Si	-0.008	-0.02	-0.011
Si	0.007	-0.005	-0.013
Si	0.01	-0.008	-0.006
Si	0.009	0	-0.008
Si	-0.015	-0.02	-0.008
Si	0.004	-0.006	0.002
Si	-0.001	-0.014	-0.017
Si	0.01	0	0.01
Si	0.008	0.008	-0.009
Si	-0.004	0.001	0
Si	-0.008	0.024	0
Si	0	-0.007	-0.001
Si	0.004	-0.006	-0.008
Si	-0.001	0.017	-0.006
Si	0.005	-0.007	-0.011
Si	0.013	-0.007	-0.002
Si	0	-0.004	-0.013
Si	0.018	0	0.004
Si	-0.005	-0.02	-0.001
Si	-0.011	-0.004	0.008
Si	-0.007	0.005	-0.003
Si	-0.015	0.023	0.009
